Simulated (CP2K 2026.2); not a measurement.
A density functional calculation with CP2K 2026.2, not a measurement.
Periodic cell of 1979 atoms, Si1440O539, from a study of silicon, its oxide and their interface. The atomic structure is a simulated model.
Doubt: the forces sum to 3.14 eV/angstrom along one axis rather than to zero, so they err by at least 0.0016 eV/angstrom per atom on average; the grid cutoff is modest.

Settings
functional: PBE
method: Gaussian and plane waves
basis set: DZVP-MOLOPT-SR-GTH
pseudopotentials: GTH-PBE
grid cutoff: 300 Ry, relative cutoff 40 Ry
k points: Gamma only
occupations: fixed
spin: none
net charge: 0

Cell vectors (angstrom)
a	65.28	0	0
b	0	16.32	0
c	1.1611	-1.5292	33.414

Atoms and the computed forces on them: element, x, y, z (angstrom), force x, y, z (eV/angstrom)
Si	1.643	-1.414	1.354	-0.23	-0.067	0.733
Si	4.174	1.34	1.406	0.114	-0.077	0.727
Si	1.849	3.193	0.343	-0.033	-0.041	0.002
Si	2.262	6.052	0.432	0.292	0.054	0.549
Si	-0.814	6.978	0.657	0.038	-0.072	0.003
Si	3.656	-3.73	0.754	-0.032	0.078	0.127
Si	5.935	1.018	-1.034	-0.022	-0.065	0.051
Si	9.702	0.165	0.248	-0.095	0.048	0.024
Si	7.282	3.544	0.315	-0.087	-0.083	-0.073
Si	7.786	6.315	0.402	0.203	-0.096	0.705
Si	6.089	8.744	1.184	-0.349	-0.276	0.431
Si	9.805	11.55	1.658	0.079	-0.237	0.529
Si	12.42	-1.08	1.146	0.401	0.239	0.309
Si	15.489	1.016	1.317	0.163	-0.288	0.427
Si	10.312	2.978	-0.1	0.049	-0.073	-0.02
Si	15.36	5.976	1.451	0.122	-0.245	0.645
Si	11.468	9.824	1.566	-0.188	-0.067	0.425
Si	14.976	11.863	1.49	-0.144	0.107	0.749
Si	17.006	-0.911	1.502	-0.088	0.101	0.075
Si	20.959	1.554	0.89	0.303	0.245	0.495
Si	17.298	4.363	1.457	-0.183	0.256	0.462
Si	20.986	6.154	1.36	0.069	-0.04	0.027
Si	17.291	9.686	1.147	0.27	-0.33	0.606
Si	20.527	-3.39	0.557	-0.035	-0.082	0.144
Si	23.681	0.286	0.161	-0.194	-0.014	0.045
Si	26.088	1.914	0.486	0.411	-0.037	0.518
Si	22.832	4.55	1.414	-0.144	0.16	0.451
Si	25.771	7.238	1.147	0.313	-0.425	0.026
Si	23.943	9.872	1.226	0.32	0.239	0.379
Si	27.584	-2.811	-0.176	-0.04	-0.026	0.006
Si	29.771	-1.031	-1.103	-0.018	-0.063	-0.039
Si	30.847	0.973	0.633	0.092	-0.025	0.659
Si	29.289	3.631	1.176	-0.263	0.019	0.651
Si	-32.321	5.289	-0.482	-0.073	0.147	0.032
Si	28.892	9.229	1.291	0.035	0.222	0.648
Si	32.252	-4.479	0.636	0.428	0.395	0.263
Si	-31.473	-2.724	0.862	-0.079	-0.051	-0.159
Si	36.19	1.132	1.675	0.129	-0.088	0.612
Si	33.967	3.257	1.77	-0.134	-0.046	0.526
Si	37.17	6.407	1.093	0.281	0.432	0.532
Si	33.936	9.419	1.569	0.137	0.074	0.724
Si	36.154	12.578	1.372	-0.279	0.205	0.557
Si	39.633	-1.506	1.454	-0.005	-0.026	-0.036
Si	42.375	0.927	1.094	-0.437	-0.236	0.479
Si	39.162	4.091	1.555	-0.036	-0.127	0.601
Si	-23.646	7.33	1.732	-0.335	0.059	0.5
Si	39.826	8.91	1.53	0.026	-0.015	-0.081
Si	-22.927	11.831	1.484	-0.107	-0.044	-0.021
Si	-20.764	-1.35	1.583	-0.146	-0.139	0.644
Si	-17.414	1.489	1.02	0.351	0.192	0.42
Si	-20.495	5.429	-1.689	-0.083	-0.067	-0.003
Si	-17.418	6.828	1.191	0.233	0.386	0.526
Si	-21.138	9.986	1.673	-0.089	0.339	0.548
Si	-17.539	11.976	1.528	-0.395	0.342	0.11
Si	-14.795	-1.66	1.499	-0.17	0.351	0.775
Si	-11.584	0.952	1.53	-0.012	-0.173	0.116
Si	-15.397	4.334	1.151	0.425	-0.323	0.64
Si	-12.093	6.432	1.554	0.171	-0.255	0.517
Si	-15.193	9.881	1.451	0.029	-0.192	0.617
Si	-12.43	12.602	1.447	0.13	-0.287	0.759
Si	-9.929	-0.785	1.749	-0.241	0.122	0.543
Si	-7.431	1.4	1.365	0.214	0.09	0.723
Si	-10.358	4.749	1.431	-0.089	0.132	0.138
Si	-6.6	5.698	0.591	-0.206	-0.49	0.007
Si	-9.991	9.055	0.769	-0.226	-0.234	0.485
Si	-6.505	-5.059	0.436	-0.475	0.069	0.663
Si	-5.352	-2.484	0.751	0.162	0.348	0.537
Si	-1.967	1.267	0.584	-0.076	-0.028	0.104
Si	-4.726	4.376	1.281	0.079	0.022	-0.117
Si	-0.945	-5.884	-1.84	0.024	-0.078	-0.019
Si	-5.167	-7.831	0.773	0.205	0.031	0.638
Si	-1.767	-4.51	0.498	0.079	0.116	0.039
Si	2.843	-0.024	2.779	-0.017	-0.001	0.003
Si	5.554	2.654	2.741	-0.419	-0.256	0.285
Si	3.173	6.061	2.667	0.032	0.025	-0.038
Si	4.915	7.751	2.9	-0.014	-0.04	0.007
Si	2.412	-5.598	2.992	0.091	0.112	0.719
Si	5.711	-2.488	2.684	-0.153	-0.137	0.654
Si	7.951	-0.271	2.722	0.149	0.083	0.614
Si	11.587	3.35	2.697	0.197	0.2	0.644
Si	8.671	6.179	2.62	0.014	0.033	0.111
Si	10.552	7.888	2.777	-0.031	-0.048	-0.057
Si	8.08	10.662	2.862	0.209	0.364	0.236
Si	10.85	-3.07	2.856	-0.346	-0.103	0.391
Si	13.747	0.093	2.628	0.059	0.036	-0.044
Si	16.388	2.651	2.756	-0.04	0.071	0.008
Si	13.441	5.078	2.753	-0.058	0.021	-0.057
Si	16.298	7.935	2.525	-0.051	-0.025	0.026
Si	13.404	10.65	2.758	0.019	-0.077	-0.01
Si	16.16	-2.773	2.684	0.038	-0.092	0.023
Si	18.917	-0.125	2.671	-0.307	-0.237	0.391
Si	21.92	2.736	2.632	-0.011	0.043	0.015
Si	19.129	5.333	2.625	-0.033	0.03	0.052
Si	21.779	8.07	2.59	-0.314	-0.474	0.278
Si	18.933	10.832	2.472	-0.289	-0.316	0.355
Si	22.155	-2.494	2.949	0.048	0.08	0.517
Si	23.863	-0.842	2.864	-0.024	0.119	0.62
Si	27.437	2.595	2.331	-0.012	0.055	-0.04
Si	24.614	5.585	2.508	0.074	0.012	0.041
Si	27.357	8.095	2.672	0.002	0.004	0
Si	24.942	11.116	2.933	-0.021	0.034	-0.104
Si	26.679	-3.499	2.818	-0.169	-0.089	0.666
Si	30.674	0.495	2.884	-0.089	-0.102	0.041
Si	32.404	2.206	3.152	0.023	0.056	0.007
Si	30.078	5.291	2.664	0.006	-0.004	-0.068
Si	32.624	8.018	2.839	-0.037	-0.027	-0.036
Si	30.058	10.844	2.583	-0.346	-0.366	0.163
Si	-31.822	-2.1	3.038	0.006	0.038	0.046
Si	35.085	-0.304	3.213	0.001	0.025	-0.06
Si	37.861	2.539	2.814	-0.004	-0.043	0.041
Si	35.124	4.977	2.959	-0.204	-0.228	0.511
Si	38.063	7.944	2.703	-0.047	-0.064	-0.081
Si	35.351	10.858	2.783	-0.027	-0.01	-0.002
Si	37.94	-2.692	2.698	0.018	0.007	-0.072
Si	40.866	0.006	2.735	0.118	0.065	-0.045
Si	-21.515	3.02	2.847	-0.137	-0.169	0.681
Si	-24.555	5.399	2.788	0.017	-0.013	-0.013
Si	-22.018	8.314	3.101	0.029	0.016	-0.024
Si	-24.587	10.769	2.77	0	-0.021	-0.054
Si	-21.954	-2.866	2.878	0.104	0.077	-0.039
Si	-19.174	-0.219	2.856	-0.307	-0.054	0.423
Si	-16.312	2.739	2.636	-0.036	0.037	-0.041
Si	-19.428	5.324	2.86	0.228	0.077	0.616
Si	-16.367	8.243	2.729	-0.013	-0.011	-0.112
Si	-19.202	10.868	2.794	0.013	-0.038	-0.017
Si	-16.375	-2.767	2.855	0.035	-0.008	-0.054
Si	-13.552	0.041	2.604	0.013	-0.05	-0.081
Si	-10.957	2.844	2.793	-0.004	0.01	0.001
Si	-13.784	5.342	2.646	-0.065	-0.069	0.001
Si	-10.992	8.123	2.659	0.032	-0.046	-0.046
Si	-13.598	10.999	2.738	-0.011	0.02	-0.056
Si	-10.891	-2.611	2.789	-0.017	0.003	-0.005
Si	-8.31	0.163	3.094	-0.007	-0.066	-0.008
Si	-5.772	2.716	2.542	0.009	-0.032	0.006
Si	-8.273	5.481	2.383	-0.038	0.01	0.04
Si	-4.824	8.809	3.006	0.004	-0.02	-0.023
Si	-7.973	-5.286	2.363	0.466	0.231	0.271
Si	-4.945	-1.996	2.958	-0.011	0.047	-0.077
Si	-3.261	-0.274	2.859	-0.073	-0.173	0.525
Si	-0.011	2.732	2.686	-0.022	0.04	0.634
Si	-2.869	5.391	2.473	-0.331	-0.122	0.43
Si	0.18	8.638	2.948	-0.004	-0.226	0.7
Si	-3.153	-5.752	2.981	-0.176	-0.086	0.576
Si	-0.076	-2.607	2.517	0.356	0.328	0.348
Si	1.38	1.371	4.021	-0.002	-0.004	-0.01
Si	4.14	4.188	3.899	-0.039	0.014	-0.016
Si	1.4	6.921	4.041	-0.004	0.012	-0.04
Si	3.988	9.481	4.202	-0.019	0.037	-0.037
Si	1.19	-3.95	4.098	-0.001	0.006	-0.038
Si	4.171	-1.367	4.107	0.028	-0.049	0.021
Si	6.854	1.304	4.113	0.018	-0.039	-0.045
Si	9.649	4.272	3.813	-0.048	0.026	-0.131
Si	6.825	6.855	4.046	-0.058	-0.036	-0.058
Si	9.496	9.413	4.255	0.054	0.016	-0.075
Si	6.785	12.211	4.033	-0.03	0.023	0.003
Si	9.561	-1.444	3.99	0.013	0.007	-0.028
Si	12.354	1.459	3.962	-0.03	0.036	-0.056
Si	14.969	3.95	4.131	0.008	-0.014	0.01
Si	12.255	6.739	3.995	-0.051	-0.069	0.001
Si	14.936	9.314	3.948	0.048	0.038	0.024
Si	12.272	12.075	4.252	-0.036	-0.008	-0.014
Si	14.884	-1.407	4.073	-0.02	0.011	-0.023
Si	17.767	1.331	4.109	0.018	-0.056	-0.052
Si	20.418	3.929	4.013	-0.026	0.013	-0.077
Si	17.777	6.761	3.957	-0.001	-0.017	-0.011
Si	20.326	9.433	3.87	0.017	0.035	-0.023
Si	17.66	12.204	3.946	0.002	-0.005	-0.016
Si	20.349	-1.447	4.037	0.001	0.015	0.01
Si	23.146	1.189	3.928	0.042	-0.057	-0.033
Si	25.98	4.004	3.734	0.002	0.005	-0.056
Si	23.221	6.793	3.995	-0.036	0.027	-0.079
Si	26.015	9.417	4.126	0.006	-0.001	0.033
Si	23.207	12.119	4.154	0.017	0.007	0.026
Si	25.795	-1.615	3.976	0.045	0.014	-0.088
Si	28.664	1.283	3.913	0.042	0.023	-0.031
Si	31.322	3.995	4.192	0.018	0.016	0.053
Si	28.628	6.623	3.997	0.003	0.04	0.021
Si	31.313	9.493	4.097	-0.011	0.01	-0.007
Si	28.598	12.067	4.009	-0.021	0.035	-0.06
Si	31.496	-1.344	4.083	-0.015	0.005	-0.028
Si	33.992	1.247	4.535	0.013	-0.039	0.059
Si	36.706	3.935	4.307	-0.005	-0.014	-0.042
Si	33.958	6.622	4.173	-0.018	-0.045	-0.026
Si	36.735	9.413	4.043	0.004	0.017	-0.054
Si	34.132	12.263	4.23	-0.002	0.02	-0.022
Si	36.799	-1.409	4.304	0.006	0.048	0.086
Si	39.447	1.342	4.091	-0.018	0.014	0.002
Si	-23.136	4.119	4.157	0.039	-0.038	0.002
Si	-25.909	6.7	4.217	0.005	0.032	-0.015
Si	-23.329	9.628	4.42	-0.091	0.029	0.009
Si	-25.991	12.185	4.038	-0.006	-0.028	0
Si	-23.194	-1.376	4.186	-0.004	0.028	0.027
Si	-20.349	1.4	4.117	0.015	-0.001	0.006
Si	-17.738	4.091	4.025	-0.021	0.01	-0.042
Si	-20.554	6.861	4.236	0.064	-0.041	-0.044
Si	-17.807	9.493	4.121	-0.021	0.01	0.011
Si	-20.439	12.269	4.227	-0.004	0.004	-0.033
Si	-17.731	-1.426	4.228	0.003	-0.023	-0.007
Si	-14.92	1.409	4	-0.033	-0.02	-0.042
Si	-12.41	4.086	4.116	0.007	0.057	-0.057
Si	-15.001	6.843	4.035	0.029	-0.035	-0.026
Si	-12.242	9.583	4.014	-0.005	0.002	0.005
Si	-14.964	12.254	4.195	-0.011	0.045	0.043
Si	-12.286	-1.279	4.141	0.001	0.114	-0.045
Si	-9.597	1.637	4.304	-0.016	0.042	-0.058
Si	-6.99	4.162	3.951	-0.027	0.028	-0.067
Si	-9.44	6.912	3.928	0.044	-0.015	-0.026
Si	-6.754	-6.607	3.985	-0.079	0.066	-0.046
Si	-9.372	12.317	3.913	0.019	-0.024	-0.064
Si	-6.775	-1.188	4.195	0.02	-0.033	0.037
Si	-4.293	1.48	4.013	-0.031	-0.026	-0.013
Si	-1.444	4.137	3.944	0.042	0.015	-0.022
Si	-3.937	6.903	4.015	0.046	-0.054	-0.026
Si	-1.403	-6.637	4.296	-0.014	-0.025	-0.05
Si	-4.099	-3.902	4.113	-0.014	-0.002	-0.004
Si	-1.423	-1.287	3.982	-0.016	-0.028	-0.025
Si	-0.028	0.043	5.361	0.001	0.011	0.02
Si	2.744	2.813	5.299	0.041	0.006	-0.012
Si	-0.024	5.502	5.306	-0.042	0.008	0.012
Si	2.65	8.182	5.581	0.006	-0.006	0.017
Si	-0.063	-5.266	5.592	0.043	0.043	0.015
Si	2.692	-2.674	5.402	0.019	-0.009	0.025
Si	5.47	0.008	5.492	0.017	-0.023	0.004
Si	8.286	2.797	5.237	0.03	0.019	0
Si	5.513	5.416	5.381	-0.006	0.012	0.001
Si	8.057	8.155	5.558	0.031	-0.028	-0.004
Si	5.402	10.896	5.426	-0.032	0.041	0.05
Si	8.188	-2.77	5.402	-0.002	-0.023	0.006
Si	10.925	0.024	5.26	-0.012	0.027	0.054
Si	13.657	2.623	5.512	-0.054	0.021	0.023
Si	10.897	5.444	5.415	0.045	0.047	0.059
Si	13.609	8.052	5.385	-0.009	-0.01	0.012
Si	10.871	10.774	5.55	0.001	0.006	0.099
Si	13.583	-2.758	5.474	0.004	0.002	0.004
Si	16.344	-0.082	5.385	0.009	-0.023	-0.027
Si	19.101	2.656	5.468	0.01	0.012	0.013
Si	16.391	5.387	5.331	0.012	-0.009	-0.007
Si	19.06	8.112	5.352	0.004	0.02	0.013
Si	16.293	10.782	5.264	-0.006	-0.035	-0.002
Si	19.03	-2.839	5.377	0.014	-0.019	-0.023
Si	21.721	-0.044	5.378	0.036	-0.016	-0.05
Si	24.601	2.598	5.166	-0.024	0.046	-0.03
Si	21.822	5.359	5.287	-0.05	-0.022	-0.024
Si	24.551	8.093	5.402	0.018	0.02	0.024
Si	21.748	10.715	5.306	-0.063	-0.008	0.031
Si	24.525	-2.844	5.531	-0.048	-0.01	0.004
Si	27.255	-0.154	5.215	0.01	-0.041	-0.037
Si	29.854	2.667	5.459	-0.009	-0.052	-0.062
Si	27.219	5.298	5.318	-0.03	-0.011	0.015
Si	29.945	8.056	5.395	0.023	-0.021	-0.029
Si	27.357	10.733	5.505	-0.031	0.005	0.013
Si	29.985	-2.78	5.284	-0.002	-0.013	-0.001
Si	32.629	-0.139	5.757	-0.023	0.006	-0.033
Si	35.379	2.658	5.716	-0.006	0.025	0.044
Si	32.643	5.329	5.583	-0.038	-0.024	0.047
Si	35.352	8.069	5.432	0.005	0.002	-0.014
Si	32.667	10.87	5.464	-0.004	0.008	-0.021
Si	35.492	-2.815	5.665	-0.003	-0.03	-0.044
Si	38.158	0.002	5.56	-0.008	-0.028	-0.018
Si	-24.496	2.716	5.475	0.031	-0.032	-0.005
Si	-27.226	5.358	5.594	0.012	-0.003	0.004
Si	-24.603	8.104	5.623	-0.021	-0.018	-0.01
Si	-27.229	10.782	5.477	0.01	-0.014	0.003
Si	-24.591	-2.766	5.47	-0.017	0.008	-0.036
Si	-21.755	0.008	5.466	-0.014	0	-0.007
Si	-19.013	2.747	5.499	-0.023	0.033	0.008
Si	-21.841	5.464	5.586	-0.05	0.004	0.03
Si	-19.108	8.163	5.54	0.031	-0.003	0.009
Si	-21.811	10.937	5.618	0.005	0.017	-0.023
Si	-19.077	-2.737	5.605	-0.006	-0.009	0.004
Si	-16.303	0.037	5.41	0.015	0.048	-0.009
Si	-13.681	2.739	5.511	-0.036	-0.025	0.034
Si	-16.379	5.485	5.401	-0.008	-0.035	-0.011
Si	-13.61	8.211	5.391	0.015	-0.028	-0.024
Si	-16.388	10.866	5.466	0.01	0.014	-0.02
Si	-13.617	-2.655	5.509	-0.022	-0.05	-0.01
Si	-10.954	0.125	5.499	-0.036	0.026	-0.015
Si	-8.174	2.928	5.567	0.057	-0.072	0.041
Si	-10.897	5.535	5.312	0.057	-0.022	-0.072
Si	-8.104	8.276	5.326	-0.025	0.008	-0.008
Si	-10.799	10.955	5.308	0.007	0.007	-0.006
Si	-8.135	-2.657	5.419	-0.005	0.008	-0.002
Si	-5.501	0.19	5.56	0.011	-0.009	0.016
Si	-2.804	2.789	5.326	0.026	-0.004	0
Si	-5.474	5.532	5.253	-0.021	-0.008	-0.064
Si	-2.666	8.173	5.539	-0.042	-0.02	0.018
Si	-5.502	-5.249	5.455	-0.012	-0.021	-0.001
Si	-2.683	-2.633	5.478	0.025	0.005	-0.025
Si	1.326	-1.35	17.668	-0.015	-0.031	0.022
Si	4.103	1.382	17.599	-0.01	0.031	-0.006
Si	1.365	4.103	17.62	-0.004	0.008	-0.01
Si	4.135	6.866	17.581	0.038	0.018	0.003
Si	1.382	-6.703	17.578	-0.013	0.021	-0.037
Si	4.111	-4.057	17.643	0.022	0.001	-0.002
Si	6.867	-1.344	17.635	0.011	0.013	-0.009
Si	9.536	1.326	17.578	-0.009	-0.013	-0.028
Si	6.83	4.053	17.557	0	-0.033	-0.008
Si	9.589	6.765	17.617	0.018	0.002	-0.009
Si	6.822	9.547	17.67	-0.013	-0.009	-0.018
Si	9.587	-4.077	17.699	0.003	0.015	-0.014
Si	12.219	-1.477	17.633	-0.031	-0.03	0.011
Si	14.989	1.268	17.592	0.005	0.031	-0.001
Si	12.282	4.023	17.579	0.004	0.007	-0.028
Si	14.961	6.726	17.59	-0.006	-0.011	-0.004
Si	12.278	9.456	17.66	0.016	-0.007	0.012
Si	14.956	-4.223	17.589	-0.002	-0.022	-0.007
Si	17.677	-1.509	17.542	0.005	-0.005	-0.01
Si	20.386	1.21	17.519	0	-0.009	-0.014
Si	17.648	3.932	17.538	-0.013	-0.01	0.001
Si	20.409	6.666	17.541	0.01	0.01	-0.005
Si	17.671	9.37	17.529	-0.007	0.003	-0.003
Si	20.362	-4.248	17.519	0.007	-0.003	-0.003
Si	23.128	-1.502	17.538	0.003	-0.009	-0.016
Si	25.846	1.238	17.638	-0.006	0.033	0.001
Si	23.106	3.956	17.574	-0.005	0.034	-0.006
Si	25.798	6.663	17.651	-0.017	0.017	0.007
Si	23.067	9.347	17.58	-0.027	-0.004	-0.01
Si	25.801	-4.187	17.59	-0.014	0.006	-0.02
Si	28.511	-1.477	17.683	-0.006	0.022	0.006
Si	31.199	1.275	17.721	0.006	0.001	0.005
Si	28.485	3.962	17.728	-0.016	-0.024	0.018
Si	31.264	6.738	17.74	0.024	0.014	-0.002
Si	28.524	9.403	17.676	0.001	0.01	-0.01
Si	31.227	-4.172	17.766	0.023	0.002	0.015
Si	33.905	-1.437	17.748	-0.018	-0.021	0.002
Si	36.706	1.404	17.734	0.009	0.016	0.007
Si	33.961	4.087	17.749	-0.01	0.005	-0.011
Si	36.729	6.804	17.837	0.022	0.016	0.013
Si	33.928	9.46	17.801	0.001	-0.009	0.005
Si	36.663	-4.108	17.745	-0.004	0.022	0.006
Si	39.425	-1.298	17.706	-0.009	-0.015	-0.011
Si	-23.127	1.464	17.806	0.02	-0.003	0.02
Si	-25.864	4.113	17.823	-0.012	-0.015	0.016
Si	-23.143	6.801	17.686	0.013	-0.005	-0.007
Si	-25.921	9.519	17.737	-0.023	-0.026	0.007
Si	-23.148	-3.998	17.684	0.004	0.038	-0.025
Si	-20.396	-1.22	17.727	0.019	-0.016	0.002
Si	-17.664	1.4	17.756	-0.003	-0.009	0.003
Si	-20.403	4.084	17.725	-0.015	-0.002	-0.005
Si	-17.639	6.868	17.648	0.001	0.008	-0.006
Si	-20.373	9.592	17.625	-0.006	0.006	-0.019
Si	-17.612	-3.954	17.647	0.013	-0.023	-0.01
Si	-14.923	-1.286	17.783	0.007	-0.005	-0.005
Si	-12.215	1.409	17.754	0.006	0.006	0.001
Si	-14.896	4.154	17.7	0.014	0.017	-0.003
Si	-12.19	6.853	17.708	-0.003	0.007	0
Si	-14.944	9.624	17.638	0.01	0.012	0.002
Si	-12.238	-3.999	17.769	-0.016	0.02	-0.005
Si	-9.513	-1.343	17.756	0.013	-0.005	-0.003
Si	-6.775	1.419	17.772	-0.006	0.001	0
Si	-9.459	4.153	17.765	-0.002	0.009	-0.011
Si	-6.782	6.891	17.757	0.018	0.003	0.016
Si	-9.497	9.608	17.796	-0.003	-0.002	-0.001
Si	-6.838	-4.033	17.805	0.006	0.011	0.005
Si	-4.078	-1.308	17.777	0.01	-0.005	0.002
Si	-1.377	1.393	17.68	-0.012	0.01	0.017
Si	-4.079	4.121	17.692	-0.005	-0.023	-0.002
Si	-1.365	6.836	17.598	0.023	-0.026	-0.019
Si	-4.117	9.586	17.726	-0.005	-0.017	-0.006
Si	-1.367	-3.989	17.72	0.023	-0.008	-0.007
Si	2.675	0.081	18.929	-0.004	0.024	0.002
Si	5.535	2.674	18.946	0.013	0.016	0.002
Si	2.814	5.453	18.878	-0.027	-0.041	0.014
Si	5.412	8.235	19.034	-0.038	-0.017	-0.014
Si	2.712	-5.378	19.003	0.01	-0.007	0.017
Si	5.497	-2.689	18.968	-0.01	0.002	0.011
Si	8.245	-0.004	19.017	0.003	0.003	-0.014
Si	10.902	2.676	18.903	-0.009	-0.011	-0.006
Si	8.168	5.417	18.9	-0.01	0.009	0.017
Si	10.995	8.039	19.029	-0.014	-0.013	0
Si	8.211	10.894	19.024	-0.017	-0.012	-0.003
Si	10.926	-2.761	19.168	0.004	0.013	-0.001
Si	13.623	-0.124	18.896	0.009	0.02	-0.004
Si	16.322	2.625	18.991	0.007	-0.014	-0.018
Si	13.648	5.344	18.963	-0.006	0.006	-0.005
Si	16.27	8.125	18.943	0.006	0.022	0.042
Si	13.616	10.815	19.056	-0.027	-0.006	-0.007
Si	16.376	-2.928	18.898	0.022	0.035	0.02
Si	19.002	-0.116	18.871	-0.004	-0.02	0.007
Si	21.786	2.513	18.86	-0.023	-0.015	0.012
Si	19.045	5.274	18.819	-0.015	-0.014	0.01
Si	21.739	7.967	18.984	0.011	-0.004	-0.006
Si	19.102	10.612	18.884	0.047	0.021	-0.026
Si	21.687	-2.831	18.81	-0.01	0.006	0.009
Si	24.519	-0.2	18.924	0.016	-0.027	-0.019
Si	27.142	2.559	19.108	0.017	-0.02	0.043
Si	24.384	5.333	18.994	-0.013	-0.009	-0.012
Si	27.173	8.015	19.007	0.018	-0.021	0.009
Si	24.417	10.746	18.865	0.002	0	0.002
Si	27.116	-2.841	19.008	-0.006	0.005	0.018
Si	29.855	-0.135	19.077	0.01	-0.01	0.009
Si	32.533	2.72	19.018	0.015	0.003	-0.03
Si	29.84	5.393	19.028	-0.006	0.021	-0.027
Si	32.604	8.057	19.194	0.019	0.009	0.023
Si	29.862	10.735	19.083	0.014	-0.009	0.011
Si	32.562	-2.811	19.177	-0.003	0.013	-0.022
Si	35.288	0.013	18.966	0.01	-0.001	-0.033
Si	38.021	2.761	19.192	0	0.001	-0.024
Si	35.346	5.421	19.153	0.001	-0.001	-0.024
Si	38.062	8.207	19.239	-0.017	-0.016	0.025
Si	35.285	10.86	19.125	-0.008	0.003	-0.03
Si	38.066	-2.696	19.005	0.002	0.005	-0.035
Si	40.707	0.123	19.098	-0.064	-0.036	-0.017
Si	-21.73	2.792	19.216	0.01	0.005	0.012
Si	-24.445	5.474	19.147	-0.003	0.021	0.021
Si	-21.789	8.244	18.92	0.006	-0.003	-0.018
Si	-24.545	10.937	18.976	0.005	0.008	-0.014
Si	-21.84	-2.545	19.002	-0.004	-0.005	0.014
Si	-19.038	0.086	19.179	-0.017	0.006	0.003
Si	-16.237	2.767	19.026	0.011	0.003	0.007
Si	-18.995	5.478	18.959	0.021	-0.012	0.004
Si	-16.267	8.246	18.976	-0.004	0.004	-0.002
Si	-18.946	10.954	18.908	0.012	-0.013	0.009
Si	-16.355	-2.595	19.128	-0.037	0.023	0.01
Si	-13.505	0.009	19.169	-0.011	0.013	0.026
Si	-10.869	2.811	19.085	-0.002	0.009	0.007
Si	-13.551	5.522	19.086	-0.002	-0.008	-0.012
Si	-10.856	8.201	19.096	-0.022	-0.031	0.006
Si	-13.702	11.012	19.065	0.014	0.013	0.037
Si	-10.841	-2.705	19.178	0.001	-0.009	-0.018
Si	-8.144	0.013	19.09	0.002	-0.016	-0.008
Si	-5.392	2.785	19.134	0.03	0.05	0.024
Si	-8.089	5.519	19.151	0.002	-0.013	0.036
Si	-5.46	8.26	19.159	-0.024	-0.014	0.013
Si	-8.185	-5.368	19.257	-0.006	-0.021	0.012
Si	-5.458	-2.675	19.143	-0.024	-0.004	0.014
Si	-2.685	0.053	19.128	0.018	0.008	-0.011
Si	-0.025	2.777	19.004	0.019	0	0.01
Si	-2.708	5.502	18.997	0.042	0.002	0.008
Si	0.027	-8.095	18.852	-0.01	0.011	0.01
Si	-2.745	-5.362	19.043	-0.019	0.036	0.019
Si	-0.002	-2.667	19.143	-0.035	0.018	-0.002
Si	1.32	1.408	20.351	-0.034	0.003	-0.01
Si	4.164	4.054	20.219	-0.003	0.013	-0.044
Si	1.456	6.886	20.108	-0.013	-0.005	0.003
Si	4.004	-6.711	20.433	0.028	-0.043	-0.034
Si	1.399	-4.063	20.459	0.025	0.009	-0.01
Si	4.073	-1.268	20.19	0.039	-0.019	0.029
Si	6.897	1.349	20.377	-0.032	-0.021	0.004
Si	9.546	4.069	20.232	0.048	-0.016	0.004
Si	6.798	6.773	20.247	-0.029	0.025	-0.037
Si	9.617	9.459	20.277	-0.008	0.015	-0.029
Si	6.853	-4.021	20.385	0.039	0.067	0.096
Si	9.571	-1.299	20.494	0.008	-0.045	0.052
Si	12.248	1.259	20.205	-0.011	-0.001	0.017
Si	14.958	3.993	20.368	0	-0.008	-0.028
Si	12.393	6.659	20.439	-0.035	0.046	0.013
Si	14.92	9.432	20.455	0.045	-0.008	0.036
Si	12.366	-4.128	20.536	0.003	0.008	0.022
Si	15.014	-1.522	20.182	-0.035	-0.04	0.049
Si	17.703	1.23	20.291	0.021	0.013	-0.04
Si	20.403	3.876	20.133	-0.004	0.013	0.005
Si	17.679	6.675	20.092	0.01	-0.029	0.003
Si	20.401	9.285	20.38	-0.028	0.047	0.019
Si	17.717	-4.414	20.185	-0.041	-0.035	0.023
Si	20.344	-1.492	20.186	0.021	-0.021	-0.023
Si	23.129	1.112	20.215	-0.032	0.007	0.016
Si	25.685	3.959	20.348	0.003	-0.033	-0.033
Si	23.028	6.634	20.444	0.008	-0.025	0.01
Si	25.724	9.366	20.227	-0.05	-0.004	0.014
Si	22.986	-4.228	20.122	-0.013	-0.018	-0.012
Si	25.788	-1.508	20.43	0.015	0.02	0.021
Si	28.489	1.13	20.5	-0.033	-0.004	-0.004
Si	31.142	4.039	20.388	-0.002	-0.015	0.04
Si	28.535	6.719	20.458	0.017	0.022	0.006
Si	31.175	9.386	20.528	-0.008	0.017	-0.011
Si	28.414	-4.244	20.351	0.009	-0.014	-0.017
Si	31.149	-1.477	20.526	-0.012	0.005	-0.005
Si	33.917	1.363	20.29	-0.002	-0.034	0.006
Si	36.638	4.082	20.593	0.007	-0.029	0.001
Si	34.055	6.754	20.581	-0.01	0.07	0.011
Si	36.596	9.578	20.577	0.025	-0.053	-0.01
Si	33.946	-4.16	20.557	-0.001	-0.001	0.002
Si	36.68	-1.312	20.269	-0.012	-0.008	0
Si	39.381	1.435	20.578	0.02	-0.004	-0.004
Si	-23.07	4.185	20.594	0.004	0.021	-0.025
Si	39.547	6.859	20.542	-0.002	0.024	-0.022
Si	-23.166	9.589	20.266	-0.025	-0.013	-0.011
Si	39.408	-4.046	20.371	0.022	0.025	0.042
Si	42.064	-1.194	20.437	0.078	-0.016	0.052
Si	-20.37	1.423	20.615	0	0.033	0.011
Si	-17.61	4.144	20.319	-0.012	-0.001	-0.045
Si	-20.383	6.901	20.181	0.001	-0.019	-0.045
Si	-17.581	9.635	20.312	-0.005	0.038	-0.026
Si	-20.33	-3.933	20.091	0.021	0.04	-0.025
Si	-17.695	-1.26	20.582	0.034	-0.015	0.013
Si	-14.879	1.436	20.426	0.019	0.054	-0.035
Si	-12.176	4.203	20.483	0.009	-0.031	0.028
Si	-14.937	6.919	20.38	0.003	-0.017	-0.05
Si	-12.341	9.578	20.289	-0.015	-0.045	-0.003
Si	-15.06	-3.952	20.52	0	-0.035	-0.013
Si	-12.153	-1.387	20.6	-0.014	-0.008	-0.008
Si	-9.541	1.376	20.372	-0.014	-0.029	-0.003
Si	-6.668	4.2	20.538	0.033	0.041	0.03
Si	-9.481	6.863	20.516	0.014	0.031	-0.003
Si	-6.827	9.576	20.628	0.016	-0.028	0.01
Si	-9.577	-4.037	20.685	0.009	0.035	0.031
Si	-6.813	-1.312	20.529	0.035	-0.039	-0.045
Si	-4.018	1.424	20.512	0	-0.021	-0.003
Si	-1.371	4.151	20.374	0.004	-0.061	-0.032
Si	-4.003	6.87	20.388	0.002	0.033	-0.022
Si	-1.316	-6.776	20.237	-0.041	-0.019	-0.035
Si	-4.101	-4.057	20.493	-0.008	-0.02	0.005
Si	-1.326	-1.263	20.552	0.039	0.006	-0.028
Si	0.045	0.154	21.924	-0.023	-0.003	0.063
Si	2.77	2.767	21.572	-0.006	-0.033	0.005
Si	0.127	5.581	21.453	0.015	0.029	0.009
Si	2.627	8.14	21.703	-0.011	0.037	0.087
Si	0.036	-5.573	21.696	0.017	0.017	0.107
Si	2.759	-2.526	21.654	-0.032	-0.014	0.019
Si	5.417	0.008	21.623	-0.012	0.052	0.01
Si	8.325	2.709	21.681	-0.016	-0.032	0.061
Si	5.47	5.407	21.603	-0.004	0.053	0.044
Si	8.196	8.098	21.549	-0.049	-0.013	0.009
Si	5.346	-5.26	21.725	-0.037	-0.009	-0.022
Si	8.1	-2.557	21.858	-0.359	0.238	-0.336
Si	11.077	0.005	21.825	-0.019	-0.027	0.049
Si	13.536	2.58	21.612	0.013	0.062	0.051
Si	10.917	5.301	21.684	0.014	-0.003	0.009
Si	13.776	7.931	21.943	0.069	-0.032	0.009
Si	11.08	10.615	21.736	-0.027	-0.018	0.085
Si	13.871	-2.751	21.835	-0.006	-0.026	0.092
Si	16.323	-0.169	21.544	-0.024	0.062	0.066
Si	19.133	2.558	21.585	0.034	-0.054	0.066
Si	16.405	5.411	21.559	-0.023	0.03	0.017
Si	18.992	7.828	21.619	0.028	-0.005	0.033
Si	16.416	10.715	21.773	-0.023	0.022	0.054
Si	19.074	-3.022	21.414	0.052	0.014	0
Si	21.711	-0.182	21.569	0.002	0.006	0.032
Si	24.37	2.479	21.649	0.035	0.027	0.041
Si	21.645	5.114	21.665	0.025	-0.009	0.092
Si	24.382	8.124	21.702	0.009	0.035	0.059
Si	21.792	10.738	21.62	-0.032	-0.006	0.052
Si	24.252	-2.903	21.536	-0.022	0.003	0.05
Si	27.142	-0.263	21.964	0.028	-0.009	0.037
Si	29.834	2.605	21.767	-0.03	-0.003	-0.001
Si	27.071	5.324	21.66	-0.007	-0.026	0.038
Si	29.816	8.075	21.999	-0.003	-0.003	0.019
Si	26.984	10.736	21.631	0.001	0.009	0.039
Si	29.707	-2.953	21.78	0.027	0.014	0.053
Si	32.592	0.028	21.68	-0.085	0.039	0.015
Si	35.193	2.609	21.841	0.019	0.039	0.103
Si	32.603	5.306	21.746	0.049	-0.037	0.034
Si	35.334	8.188	22.086	-0.003	-0.024	0.032
Si	32.582	10.699	21.89	0.028	-0.045	0.056
Si	35.356	-2.613	21.682	0.039	-0.062	0.046
Si	37.912	-0.001	21.797	-0.002	-0.003	0.06
Si	40.83	2.763	21.95	-0.017	0.009	0.071
Si	38.096	5.499	21.838	0.01	0.058	0.047
Si	40.926	8.345	21.871	-0.027	-0.034	0.029
Si	37.972	11.061	21.798	-0.06	0.016	0.009
Si	40.712	-2.636	21.738	0.015	0.022	0.029
Si	43.434	0.058	21.938	0.019	-0.022	0.031
Si	-18.889	2.874	21.816	0.003	-0.018	0.016
Si	-21.631	5.734	21.748	-0.034	0.004	0.039
Si	-19.033	8.266	21.471	-0.009	-0.004	0.047
Si	-21.717	11.049	21.318	0.02	-0.007	-0.003
Si	-19.196	-2.725	21.729	0.017	-0.009	0.011
Si	-16.232	0.153	21.859	-0.006	-0.019	0.075
Si	-13.514	2.808	21.803	-0.009	-0.036	0.042
Si	-16.306	5.558	21.66	0.006	0.017	0.041
Si	-13.657	8.316	21.754	-0.044	0.016	0.009
Si	-16.41	10.962	21.884	0.016	0.012	0.011
Si	-13.642	-2.707	21.96	0.071	-0.029	0.058
Si	-10.771	0.059	21.913	-0.008	0.023	0.032
Si	-8.152	2.727	21.643	0.1	-0.037	-0.033
Si	-10.859	5.566	21.914	-0.013	-0.013	-0.018
Si	-8.115	8.105	22	0.233	-0.203	-0.357
Si	-11.175	-5.463	21.808	-0.039	0.042	-0.019
Si	-8.154	-2.618	22.029	0.006	-0.005	0.047
Si	-5.408	0.068	21.868	-0.013	-0.048	-0.015
Si	-2.665	2.827	21.861	0.06	0.021	0.056
Si	-5.181	5.569	21.911	-0.001	-0.127	0.014
Si	-2.566	-8.14	21.671	0.024	0.01	0.018
Si	-5.413	-5.423	21.986	0.03	0.014	0.044
Si	-2.739	-2.653	21.836	-0.007	0.011	0.031
Si	1.747	-0.958	23.128	-0.181	-0.094	-0.712
Si	3.938	1.267	22.92	0.076	0.002	-0.731
Si	1.622	4.377	22.774	-0.273	-0.249	-0.162
Si	3.83	6.514	22.895	0.13	0.071	-0.692
Si	0.806	-7.413	23.058	0.002	-0.079	-0.035
Si	4.497	-3.349	22.946	0.311	-0.001	-0.466
Si	6.237	-1.662	23.051	-0.011	-0.085	0.062
Si	10.079	1.79	23.03	0.153	0.175	-0.502
Si	7.004	4.205	22.902	0.045	0.03	-0.016
Si	9.725	6.918	22.911	-0.359	-0.358	-0.122
Si	6.923	-6.631	22.731	-0.171	-0.322	-0.638
Si	9.509	11.5	23.161	0.634	-0.104	-0.457
Si	12.975	-0.912	23.022	0.093	0.055	-0.029
Si	14.65	0.905	22.808	-0.259	-0.296	-0.389
Si	11.816	3.501	22.964	-0.021	-0.033	0.062
Si	15.646	6.969	23.178	-0.032	0.022	0.068
Si	12.075	9.003	23.185	0.163	0.143	-0.665
Si	15.778	-3.644	23.028	-0.014	0.027	-0.059
Si	17.492	-1.888	22.618	-0.343	-0.221	-0.26
Si	20.822	1.532	22.889	0.184	0.249	-0.426
Si	18.047	4.273	22.717	0.329	0.214	-0.415
Si	19.825	5.983	22.868	-0.037	-0.078	-0.095
Si	17.346	8.821	22.944	-0.31	-0.159	-0.499
Si	20.563	-4.091	22.901	-0.141	-0.049	-0.6
Si	22.697	-1.816	22.936	0.107	0.074	-0.693
Si	25.912	1.412	23.087	-0.101	-0.222	-0.648
Si	22.581	3.315	22.91	-0.344	-0.16	-0.596
Si	25.989	6.968	22.933	-0.096	-0.062	-0.706
Si	23.531	9.938	22.993	0.064	-0.003	-0.006
Si	25.178	-4.623	22.769	-0.144	-0.268	-0.511
Si	28.487	-1.741	23.381	-0.324	0.011	-0.626
Si	31.641	1.735	23.005	0.168	0.094	-0.541
Si	28.11	3.68	22.96	0.111	0.058	-0.711
Si	31.508	6.8	23.151	-0.208	0.021	-0.652
Si	28.06	9.317	23.131	0.316	0.08	-0.636
Si	31.226	-4.16	23.069	-0.182	-0.282	-0.64
Si	34.365	-0.88	22.908	-0.007	0.004	0.008
Si	36.07	0.803	23.099	-0.085	-0.111	-0.631
Si	33.355	3.469	23.054	-0.126	-0.137	-0.64
Si	37.186	7.193	23.205	-0.257	-0.13	-0.724
Si	33.591	9.189	23.439	0.277	0.17	-0.633
Si	37.124	-3.38	23.027	0.142	0.024	-0.59
Si	38.902	-1.744	22.998	-0.072	-0.188	-0.575
Si	42.159	1.439	23.431	0.349	0.38	-0.197
Si	39.497	4.236	23.219	-0.016	-0.135	-0.699
Si	42.788	7.502	23.125	-0.215	-0.145	-0.697
Si	39.267	9.583	23.028	0.181	0.085	-0.616
Si	42.577	-3.699	22.689	0.077	0.423	-0.375
Si	44.241	-1.922	22.976	-0.068	0.031	0.01
Si	-17.205	1.869	23.162	-0.231	-0.118	-0.705
Si	-19.964	4.62	22.947	-0.086	-0.034	-0.731
Si	-17.859	6.83	22.86	0.094	0.007	-0.647
Si	-20.384	9.725	22.662	-0.017	-0.048	-0.462
Si	-18.254	-4.388	23.085	0.137	0.038	-0.572
Si	-14.63	-0.963	23.193	-0.122	-0.065	-0.693
Si	-12.365	1.24	23.172	0.234	0.27	-0.644
Si	-15.027	4.132	22.998	0.145	0.082	-0.666
Si	-12.061	7.285	23.121	0.108	0.101	0.087
Si	-14.736	9.89	23.193	-0.022	-0.083	0.003
Si	-12.937	-4.637	23.198	-0.034	-0.038	-0.006
Si	-9.128	-0.883	23.374	-0.117	-0.16	-0.666
Si	-6.921	1.373	23.102	0.26	0.384	-0.159
Si	-9.47	3.99	23.063	-0.191	-0.067	0.048
Si	-6.651	6.793	23.269	0.003	0.14	-0.004
Si	-10.576	-7.074	23.413	-0.535	-0.236	-0.472
Si	-6.542	-3.778	23.31	-0.173	-0.224	-0.659
Si	-4.317	-1.529	23.23	0.205	0.14	-0.663
Si	-1.104	1.757	23.296	0.313	0.13	-0.481
Si	-3.853	4.224	23.366	-0.134	-0.019	-0.054
Si	-0.906	7.081	22.923	0.014	0.049	0.032
Si	-3.675	-6.642	23.089	-0.299	-0.161	-0.699
Si	-1.547	-4.357	22.899	0.084	0.116	-0.751
Si	0.184	-1.654	25.73	0.11	0.022	-0.067
Si	4.391	3.685	26.94	-0.066	0.06	-0.001
Si	-1.622	5.158	24.264	-0.034	0.016	-0.467
Si	4.11	-6.264	-5.528	-0.061	0.027	-0.019
Si	3.611	-4.458	25.64	0.038	0.075	-0.057
Si	4.948	-1.967	-4.212	-0.015	0.034	-0.028
Si	5.195	1.084	-3.876	-0.13	0.124	0.008
Si	12.797	-1.111	25.344	0.162	-0.028	-0.657
Si	5.975	3.015	24.582	0.2	0.262	-0.488
Si	12.403	-6.228	26.129	-0.01	-0.123	-0.016
Si	5.845	7.79	24.864	0.049	-0.071	-0.183
Si	6.359	-3.868	26.357	-0.003	0.047	-0.076
Si	8.973	-4.752	25.967	0.047	0.012	-0.112
Si	16.708	2.25	24.622	-0.088	0.125	-0.114
Si	15.013	5.909	25.347	0.395	0.107	-0.565
Si	20.311	6.174	25.117	-0.07	-0.015	-0.689
Si	14.716	-4.171	-3.081	0.029	-0.065	0.003
Si	15.161	-5.847	27.325	0.01	0.012	-0.137
Si	18.845	0.075	24.579	0.146	-0.071	-0.022
Si	22.885	4.42	25.781	0.026	0.068	-0.091
Si	20.746	-7.39	26.629	0.041	-0.088	0.028
Si	23.413	-6.783	25.337	-0.028	0.169	-0.605
Si	18.464	5.738	27.33	-0.053	0.043	0.026
Si	22.346	1.494	-5.265	-0.023	-0.03	-0.08
Si	24.39	2.942	-3.934	-0.107	0.2	0.029
Si	22.094	4.322	-5.075	0.088	-0.004	0.046
Si	26.189	6.616	-1.141	0.039	-0.009	0.641
Si	25.976	-7.665	-5.75	0.089	-0.098	-0.023
Si	-31.965	-0.507	-3.374	-0.068	-0.101	-0.049
Si	24.477	-0.428	25.175	-0.004	-0.014	-0.086
Si	31.935	-5.103	-2.288	0.101	0.095	0.014
Si	21.493	-1.474	-4.924	0.12	-0.127	-0.01
Si	29.678	5.378	25.097	0.067	0.02	-0.01
Si	29.656	-5.694	25.361	-0.126	0.073	-0.109
Si	29.601	7.893	26.364	-0.134	0.068	-0.006
Si	27.486	-5.621	-1.236	0.04	-0.001	0.059
Si	-28.4	5.808	26.066	0.067	-0.036	-0.044
Si	-29.016	1.56	26.231	-0.146	0.024	-0.16
Si	-30.932	3.859	26.073	-0.024	-0.097	-0.045
Si	-21.695	1.015	26.792	0.013	-0.053	0.024
Si	26.287	-2.977	25.247	0.1	-0.073	-0.088
Si	-24.617	-2.256	-4.33	0.117	-0.131	-0.079
Si	-24.215	-5.082	24.979	-0.056	0.146	-0.054
Si	43.316	3.129	24.811	-0.41	-0.537	-0.497
Si	-26.477	-2.724	-1.949	0.133	-0.031	0.125
Si	-17.579	-5.685	26.858	0.03	-0.074	0.013
Si	-23.277	-6.576	27.505	-0.041	0.05	0.101
Si	-23.807	5.675	25.106	0.067	-0.004	-0.074
Si	-20.954	-1.675	25.296	-0.059	-0.12	-0.536
Si	-15.58	-1.329	26.119	0.003	0.047	0.012
Si	-25.138	-7.944	-5.559	0.091	0.074	0.031
Si	-15.182	6.869	26.967	-0.035	-0.065	0.05
Si	-22.624	-6.903	-5.027	0.126	-0.009	-0.053
Si	-18.185	-3.006	25.896	-0.021	0.064	-0.115
Si	-13.99	-0.317	-5.717	-0.062	-0.005	-0.014
Si	-8.665	3.159	27.417	-0.209	0.007	-0.153
Si	-13.163	6.031	24.82	0.568	0.086	-0.187
Si	-8.957	-3.907	-4.629	-0.001	0.033	-0.071
Si	-11.683	-4.918	25.163	-0.22	0.104	-0.54
Si	-10.286	-2.223	26.072	-0.021	0.061	0.006
Si	-5.935	3.215	24.431	0.074	0.061	-0.107
Si	-2.77	-8.062	-1.213	0.036	-0.004	0.084
Si	-6.53	7.857	25.411	-0.087	-0.256	-0.521
Si	-7.649	4.896	24.155	0.056	-0.03	0.01
Si	-6.489	-5.32	25.837	-0.003	0.013	0.069
Si	-4.737	2.805	-5.797	0.044	0.043	0.02
Si	-3.411	-2.595	-1.388	-0.009	0.003	0.016
Si	-2.454	-0.197	25.307	-0.049	0.068	0.082
Si	-3.821	-7.875	26.067	-0.047	0.006	-0.099
Si	1.381	-6.574	25.183	-0.233	-0.145	-0.557
Si	-0.754	-4.352	25.786	-0.054	-0.108	-0.022
Si	-0.298	-3.8	-4.005	0.062	-0.059	0.063
Si	1.142	-6.007	-5.635	0.108	0.001	0.038
Si	1.506	0.596	27.485	0.062	0.07	-0.008
Si	0.515	0.682	-0.794	-0.045	0.078	0.107
Si	0.591	-8.074	-3.46	-0.516	-0.356	-0.145
Si	-3.712	-5.062	26.896	0.185	0.105	-0.102
Si	0.353	0.392	-3.78	0.07	0	0.111
Si	11.387	-3.417	26.843	0.002	-0.043	-0.043
Si	9.27	6.823	-2.142	0.006	-0.087	0.005
Si	7.29	6.049	-4.326	-0.026	0.034	-0.069
Si	12.542	4.088	25.118	-0.113	-0.188	-0.686
Si	8.401	1.176	25.635	0.028	-0.006	-0.074
Si	10.669	-6.951	-3.044	-0.016	0.125	0
Si	6.538	-3.825	-2.542	0.014	-0.051	0.067
Si	13.758	-7.087	-2.944	0.082	0.094	-0.085
Si	16.05	7.738	27.485	0	-0.025	-0.015
Si	9.357	-6.699	-5.824	-0.065	0.063	0.003
Si	14.844	-0.62	27.434	-0.024	-0.031	-0.128
Si	13.365	-2.986	-0.827	-0.061	0.012	0.106
Si	17.632	-1.467	26.766	0.038	-0.014	-0.062
Si	16.442	3.616	27.19	-0.083	0.143	-0.083
Si	16.349	-3.864	25.304	-0.31	0.005	-0.605
Si	18.452	-1.122	-4.588	0.133	0.112	0.059
Si	17.656	-3.453	-2.615	0.084	-0.034	0.045
Si	24.788	6.727	25.649	0.007	-0.07	-0.01
Si	19.055	3.365	-0.912	-0.069	0.01	0.097
Si	27.867	6.256	-5.517	0.04	0.077	-0.068
Si	19.383	-7.717	-4.331	-0.037	-0.008	0.044
Si	24.754	-4.647	27.111	-0.031	0.079	0.025
Si	18.839	-5.775	25.043	0.11	-0.02	-0.219
Si	24.609	3.989	-1.051	-0.084	0.033	0.137
Si	22.772	-3.726	-3.479	-0.02	0.084	-0.032
Si	-30.89	0.625	-5.669	-0.127	-0.025	-0.036
Si	24.529	-7.893	-3.071	-0.045	-0.178	0.074
Si	-30.1	7.5	-0.691	-0.028	0.067	0.137
Si	25.966	-0.472	-1.375	0.025	0.099	0.106
Si	30.743	-0.239	25.102	0.11	-0.015	-0.074
Si	31.806	-3.017	-4.681	0.082	0.035	-0.001
Si	-24.799	1.525	27.366	-0.056	-0.005	-0.067
Si	29.346	-6.213	-3.549	0.05	-0.381	-0.288
Si	29.914	8.157	-4.782	0.454	0.259	0.432
Si	-30.868	-6.056	26.396	-0.018	-0.029	-0.068
Si	-29.766	-3.407	25.776	0.019	0.081	-0.092
Si	-20.381	2.364	-5.02	0.028	0.071	-0.027
Si	-25.424	6.833	-2.953	-0.009	-0.066	-0.008
Si	-26.614	3.458	26.006	0.041	-0.018	-0.052
Si	-20.9	-4.484	-1.986	0.041	-0.077	-0.073
Si	-30.551	-6.507	-2.566	-0.064	-0.018	0.058
Si	-23.054	-6.492	-2.057	0.059	-0.103	0.055
Si	-24.867	-0.561	25.411	0.409	-0.458	0.241
Si	-16.588	4.03	27.464	0.129	0.059	0.039
Si	-20.226	5.354	-4.439	-0.037	-0.089	-0.12
Si	-16.285	8.859	24.838	0.504	0.254	-0.321
Si	-13.762	-3.395	-5.393	-0.008	0.07	-0.019
Si	-17.676	-1.691	-2.294	0.492	0.381	0.289
Si	-17.11	1.302	26.118	-0.023	0.044	0.055
Si	-10.594	3.053	24.938	-0.022	0.6	-0.267
Si	-13.323	5.839	-4.493	-0.041	-0.011	0.103
Si	-16.638	-3.781	-4.385	-0.145	0.053	0.1
Si	-19.844	-6.229	-4.462	0.017	0.085	0.068
Si	-11.466	3.89	-3.528	-0.038	-0.034	0.061
Si	-11.259	0.938	-2.797	0.053	0.005	0.072
Si	-2.044	6.254	27.081	0.097	0.021	0.16
Si	-11.624	-5.294	-4.001	-0.05	-0.009	0.094
Si	-2.064	-1.465	-3.685	0.004	-0.113	0.082
Si	-8.177	-5.207	-2.084	-0.115	-0.146	-0.052
Si	-5.882	2.634	26.706	-0.05	0.279	-0.62
Si	-5.931	2.802	-2.845	-0.067	0.086	-0.122
Si	1.239	3.5	26.532	-0.25	0.157	-0.537
Si	0.144	3.53	24.334	0.035	-0.054	0.028
Si	3.266	7.826	-1.903	-0.061	0.056	0.156
Si	-9.801	-0.911	-4.676	0.014	0.025	-0.021
Si	-7.293	-0.002	-3.208	0.017	0.07	0.05
Si	4.466	7.182	-4.392	0.09	-0.074	-0.047
Si	4.574	0.646	27.269	0.036	-0.083	0.05
Si	-4.873	5.528	-5.278	0.025	-0.072	-0.117
Si	4.709	-5.815	-1.059	-0.017	-0.134	-0.001
Si	-1.039	6.885	-4.514	0.368	0.278	0.36
Si	8.188	5.746	24.24	0.308	0.04	-0.715
Si	1.855	-1.943	-4.886	-0.041	-0.126	-0.048
Si	10.118	-0.705	-3.899	-0.01	0.069	0.11
Si	-10.329	4.017	-0.795	-0.242	-0.037	0.632
Si	6.966	-5.124	-5.148	-0.037	-0.075	-0.032
Si	11.723	5.122	-2.026	0.113	0.068	0.08
Si	13.015	1.512	26.681	-0.025	-0.04	-0.054
Si	7.507	3.088	-4.711	0.045	0.004	-0.053
Si	6.38	-0.991	25.344	0.025	-0.175	-0.648
Si	8.047	-1.342	-1.707	-0.053	0.076	0.027
Si	10.027	5.262	26.56	-0.143	0.083	-0.024
Si	10.982	-5.013	-0.885	0.027	-0.174	0.122
Si	14.241	6.639	-1.44	-0.107	-0.037	-0.062
Si	15	1.632	-1.818	0.061	0.068	0.089
Si	17.969	0.857	-2.368	-0.068	0.056	0.096
Si	14.28	4.4	-3.325	0.083	-0.086	0.096
Si	18.93	-7.389	-1.47	-0.043	0.062	0.071
Si	10.264	2.226	-4.324	0.063	-0.135	0.026
Si	12.402	0.694	-3.169	0.081	0.05	0.029
Si	18.192	-1.53	-0.336	-0.375	0.108	0.285
Si	20.324	6.202	-0.877	0.204	-0.199	0.648
Si	21.859	6.88	-3.353	0.014	0.019	-0.03
Si	24.288	-5.381	-1.513	0.096	0.064	-0.001
Si	20.423	-4.895	-2.074	-0.078	0.049	0.036
Si	27.851	-1.065	-3.627	-0.041	0.015	0.097
Si	28.962	1.199	-5.348	-0.025	0.014	-0.061
Si	31.846	1.688	-4.426	0.153	0.201	0.047
Si	27.371	3.513	-4.081	0.002	0.093	0.054
Si	28.581	4.843	-1.72	0.105	0.044	-0.006
Si	28.828	-3.425	-5.069	0.051	-0.099	-0.054
Si	33.115	-2.047	24.466	0.434	0.425	-0.205
Si	-22.866	5.427	-3.426	0.007	-0.013	-0.05
Si	-23.74	-2.469	26.326	-0.235	0.679	-0.276
Si	31.1	6.969	1.371	0.115	-0.048	0.725
Si	-30.982	-7.118	-5.459	-0.094	-0.039	-0.063
Si	31.499	4.598	-3.046	-0.121	-0.124	-0.093
Si	-32.546	-1.059	-0.555	0.37	-0.227	0.513
Si	38.304	-0.348	-0.094	0.422	-0.229	0.457
Si	-25.079	2.059	-0.679	0.059	-0.026	0.049
Si	-28.093	-5.065	-1.32	0.093	-0.1	-0.038
Si	-25.818	-7.242	-0.816	0.02	-0.104	0.611
Si	31.977	7.003	-5.004	-0.44	0.383	-0.09
Si	41.141	-2.881	0.032	0.023	-0.035	0.587
Si	-21.578	7.863	-0.435	-0.1	0.029	0.099
Si	-16.534	7.593	-1.525	0.087	-0.018	0.049
Si	-25.33	3.875	-3.294	-0.024	0.052	0.05
Si	-17.053	-6.754	-3.741	0.083	0.017	-0.102
Si	-20.041	0.361	-2.694	-0.04	0.065	0.111
Si	-22.247	-1.781	-2.281	-0.097	-0.022	0.027
Si	-18.843	2.833	-1.089	0.101	-0.057	-0.116
Si	-15.852	3.533	-1.904	0.012	0.54	-0.179
Si	-16.117	5.357	-3.349	0.267	-0.568	0.313
Si	-13.695	8.044	-0.66	0.07	-0.096	0.114
Si	-18.975	12.93	-0.08	0.428	-0.175	0.55
Si	-14.202	1.005	-2.905	-0.062	0.017	0.037
Si	-16.171	-0.433	-1.063	-0.468	-0.195	-0.179
Si	-11.465	4.956	25.9	-0.158	-0.297	-0.554
Si	-8.552	5.796	26.075	0.171	-0.201	-0.508
Si	-8.879	8.053	-1.825	0.01	-0.046	-0.019
Si	-11.057	-5.072	-1.013	0.011	-0.093	0.016
Si	-11.825	8.215	-3.126	-0.051	-0.057	0.056
Si	-10.229	1.808	-0.218	-0.259	0.266	0.123
Si	-4.851	-1.919	-3.899	0.024	-0.035	0.168
Si	-3.839	3.506	-0.691	-0.291	0.242	0.557
Si	-3.253	5.772	-2.78	0.068	-0.018	-0.055
Si	-7.535	5.238	-1.62	0.398	0.179	0.573
Si	-7.672	-0.902	-0.306	-0.074	0.028	0.088
Si	1.338	-1.292	6.76	-0.021	-0.014	-0.059
Si	4.07	1.433	6.733	-0.019	-0.01	-0.034
Si	1.344	4.132	6.684	0.002	-0.004	-0.001
Si	4.108	6.777	6.778	0.007	0.044	-0.061
Si	1.306	9.599	6.87	-0.013	0.016	0.002
Si	4.031	12.26	6.77	-0.008	-0.02	0.027
Si	6.832	-1.393	6.78	0.01	-0.001	0.002
Si	9.568	1.381	6.649	0.022	0.009	0.024
Si	6.865	4.043	6.708	0.023	-0.022	-0.018
Si	9.498	6.76	6.796	0.028	-0.029	-0.037
Si	6.733	9.56	6.848	0.003	0.056	-0.007
Si	9.503	12.2	6.812	0	0.023	-0.015
Si	12.206	-1.352	6.731	-0.025	0.015	-0.003
Si	15.01	1.249	6.805	0.059	0.004	-0.005
Si	12.245	4.035	6.761	-0.015	0.002	-0.006
Si	14.99	6.702	6.716	-0.005	-0.025	-0.001
Si	12.272	9.395	6.8	-0.02	0.032	0.007
Si	14.985	12.148	6.716	0.051	-0.009	-0.01
Si	17.694	-1.459	6.735	-0.021	-0.001	-0.004
Si	20.43	1.278	6.798	-0.01	-0.027	0.038
Si	17.709	4.033	6.741	0.003	0.033	0.036
Si	20.457	6.72	6.67	-0.015	0.008	-0.006
Si	17.667	9.461	6.683	-0.012	0.009	-0.003
Si	20.423	12.112	6.69	0.002	0.002	-0.012
Si	23.11	-1.422	6.738	0.006	0.039	0.038
Si	25.91	1.249	6.608	0.015	0.019	-0.01
Si	23.208	3.95	6.599	0.016	0.015	-0.037
Si	25.884	6.677	6.709	0.018	-0.039	0.011
Si	23.141	9.428	6.718	-0.014	0.011	0.006
Si	25.928	12.107	6.801	-0.006	-0.009	0.03
Si	28.601	-1.452	6.673	0.012	0.018	0.026
Si	31.209	1.312	6.888	-0.009	0.037	-0.009
Si	28.521	4.006	6.801	0.036	0.07	0.029
Si	31.269	6.733	6.837	0.01	0.028	0.007
Si	28.646	9.368	6.85	0.009	-0.01	0.02
Si	31.279	12.201	6.783	-0.017	0.018	-0.002
Si	34.059	-1.489	6.993	0.015	-0.018	-0.003
Si	36.768	1.283	6.972	0.029	-0.005	-0.023
Si	33.986	4.023	6.979	0.009	-0.003	0.009
Si	-28.599	6.758	6.885	0.007	0.018	-0.012
Si	34.012	9.46	6.808	0.027	-0.002	-0.033
Si	-28.499	12.112	6.964	0.037	0.009	0.009
Si	-25.843	-1.404	6.916	-0.001	-0.004	0.004
Si	-23.129	1.353	6.841	0.001	0.021	-0.02
Si	-25.836	4.026	6.916	0.018	-0.004	0.011
Si	-23.182	6.795	6.954	-0.001	0.008	-0.002
Si	-25.916	9.49	6.937	-0.001	0.01	0.035
Si	-23.187	12.298	6.912	-0.02	-0.037	-0.01
Si	-20.425	-1.319	6.892	-0.014	0.008	-0.02
Si	-17.645	1.389	6.831	0.008	-0.007	-0.016
Si	-20.41	4.092	6.857	0.022	0.007	0.008
Si	-17.707	6.809	6.84	0.003	-0.022	0.023
Si	-20.441	9.535	6.911	-0.004	-0.002	-0.001
Si	-17.692	12.219	6.895	0.015	-0.007	0.011
Si	-14.98	-1.298	6.844	0.011	0.026	0.02
Si	-12.304	1.427	6.886	0.02	0.01	0.013
Si	-15.029	4.144	6.812	-0.001	0.017	-0.002
Si	-12.229	6.872	6.742	-0.003	-0.003	0
Si	-14.981	9.532	6.796	-0.002	-0.002	-0.005
Si	-12.184	12.279	6.752	0.049	0.008	-0.009
Si	-9.533	-1.278	6.767	0.027	0.019	-0.009
Si	-6.847	1.519	6.902	-0.023	0.033	0.026
Si	-9.596	4.251	6.826	-0.01	-0.002	0.015
Si	-6.783	6.89	6.705	-0.009	-0.006	-0.002
Si	-9.491	9.595	6.724	-0.021	-0.015	0.005
Si	-6.833	12.351	6.864	-0.004	0.012	0.035
Si	-4.086	-1.246	6.797	0.004	-0.015	-0.004
Si	-1.41	1.427	6.7	-0.038	-0.031	0.002
Si	-4.133	4.178	6.699	-0.019	-0.019	-0.033
Si	-1.306	6.814	6.825	0.043	-0.008	0.016
Si	-4.111	-6.706	6.76	0.001	0.001	-0.035
Si	-1.404	-3.944	6.932	0.007	-0.024	0.03
Si	2.698	0.078	8.102	0.02	-0.006	-0.001
Si	5.473	2.729	8.095	0	0.006	-0.005
Si	2.71	5.444	8.11	-0.01	-0.006	0.006
Si	5.404	8.16	8.173	-0.009	0.001	0.003
Si	2.706	10.928	8.189	0.008	0.015	0.018
Si	5.422	-2.713	8.124	-0.003	-0.024	0.002
Si	8.201	0.019	8.063	0.016	0.01	-0.007
Si	10.891	2.676	8.105	-0.016	-0.008	0.002
Si	8.159	5.395	8.136	0.001	0.008	0.001
Si	10.877	8.09	8.153	0.006	0.002	0.004
Si	8.134	10.879	8.179	-0.006	-0.001	0.003
Si	10.871	-2.725	8.109	-0.014	0.011	0.005
Si	13.603	-0.075	8.127	0.005	-0.017	-0.001
Si	16.362	2.654	8.106	-0.001	0.009	-0.001
Si	13.624	5.373	8.103	0.011	0.01	-0.001
Si	16.329	8.092	8.064	0.008	0.002	-0.004
Si	13.621	10.81	8.101	-0.021	0.003	-0.012
Si	16.34	-2.823	8.088	-0.007	0.005	0.009
Si	19.052	-0.103	8.102	-0.003	-0.011	0.005
Si	21.844	2.649	8.054	0.005	0	-0.005
Si	19.09	5.384	8.065	-0.015	0.003	0.003
Si	21.796	8.054	8.068	0.022	-0.01	0.011
Si	19.047	10.784	8.061	0.005	0.004	-0.001
Si	21.765	-2.826	8.065	0.007	-0.018	-0.002
Si	24.524	-0.064	8.036	-0.008	-0.013	-0.025
Si	27.186	2.591	8.095	0.001	-0.03	0.002
Si	24.51	5.307	8.042	-0.005	0.014	-0.012
Si	27.223	8.02	8.13	-0.017	-0.014	0.013
Si	24.504	10.77	8.101	-0.015	-0.014	0.017
Si	27.27	-2.806	8.102	0.012	0.008	-0.003
Si	29.871	-0.102	8.163	-0.014	-0.023	-0.007
Si	32.6	2.64	8.257	0.007	0.013	0.005
Si	29.898	5.362	8.167	-0.002	-0.012	-0.005
Si	32.646	8.101	8.182	-0.024	-0.003	-0.015
Si	29.967	10.799	8.163	0.003	0.011	-0.007
Si	32.628	-2.835	8.244	0.002	-0.003	-0.011
Si	35.388	-0.075	8.305	-0.002	0.014	-0.007
Si	-27.184	2.681	8.296	-0.003	-0.003	0.002
Si	-29.933	5.412	8.279	-0.028	-0.011	0.01
Si	-27.263	8.122	8.274	-0.008	0.014	0.017
Si	-29.934	10.781	8.248	-0.003	0.018	-0.009
Si	-27.185	-2.771	8.287	0.01	-0.02	-0.01
Si	-24.47	-0.014	8.236	0.017	-0.033	-0.01
Si	-21.771	2.723	8.21	-0.007	-0.002	-0.008
Si	-24.511	5.41	8.284	-0.014	-0.01	0.011
Si	-21.794	8.171	8.267	-0.008	0.008	0.006
Si	-24.515	10.876	8.252	-0.004	-0.003	-0.008
Si	-21.799	-2.672	8.254	-0.022	0.016	-0.003
Si	-19.025	0.042	8.203	0.001	-0.021	0.004
Si	-16.331	2.771	8.21	0.005	0.01	0.006
Si	-19.057	5.46	8.219	0	0.005	0.019
Si	-16.326	8.181	8.186	-0.005	-0.023	-0.006
Si	-19.06	10.883	8.258	0.005	0.01	0.004
Si	-16.328	-2.684	8.198	-0.007	0.008	0.002
Si	-13.632	0.049	8.232	-0.017	0.001	0.014
Si	-10.91	2.822	8.181	-0.008	-0.018	0.004
Si	-13.601	5.506	8.127	0.011	-0.034	-0.011
Si	-10.869	8.242	8.107	0.023	0.003	-0.004
Si	-13.583	10.924	8.117	-0.007	-0.009	-0.01
Si	-10.869	-2.66	8.147	-0.016	0.006	-0.01
Si	-8.203	0.084	8.176	0.014	-0.002	0.004
Si	-5.437	2.863	8.179	0.023	-0.037	0.002
Si	-8.168	5.58	8.132	0.002	0.007	0.008
Si	-5.457	8.242	8.123	0.013	-0.015	-0.008
Si	-8.183	10.943	8.163	0.004	-0.003	-0.004
Si	-5.45	-2.604	8.176	0.017	0.003	0.012
Si	-2.722	0.099	8.149	-0.001	-0.015	0.007
Si	-0.027	2.779	8.063	0.003	0.011	-0.001
Si	-2.746	5.48	8.116	-0.016	0.024	-0.012
Si	-0.018	8.205	8.205	0.004	-0.001	0.018
Si	-2.771	-5.376	8.185	-0.028	0.012	0.006
Si	0.011	-2.61	8.206	0.011	0.012	0.011
Si	1.325	1.424	9.46	-0.016	-0.006	-0.007
Si	4.088	4.086	9.459	0	-0.003	-0.006
Si	1.371	6.823	9.505	0.022	0.02	-0.001
Si	4.057	9.536	9.527	-0.009	0.003	0.002
Si	1.35	-4.016	9.537	0.01	-0.016	0.007
Si	4.06	-1.316	9.457	0.006	0.003	-0.006
Si	6.817	1.349	9.45	-0.018	-0.02	-0.004
Si	9.525	4.03	9.475	0	-0.016	0.013
Si	6.801	6.787	9.483	0.006	0.004	-0.005
Si	9.52	9.489	9.483	0.009	-0.002	-0.001
Si	6.771	-4.07	9.507	-0.002	-0.001	0.001
Si	9.519	-1.36	9.461	0.004	0.012	-0.009
Si	12.248	1.308	9.465	0.008	0.021	0.001
Si	14.978	4.001	9.451	-0.012	-0.003	0
Si	12.256	6.724	9.473	-0.003	-0.008	-0.005
Si	14.974	9.441	9.449	0.003	0	-0.012
Si	12.245	-4.124	9.434	0.007	0.007	-0.016
Si	14.966	-1.462	9.447	-0.011	-0.01	0.002
Si	17.704	1.272	9.451	0.006	-0.007	-0.004
Si	20.451	3.997	9.405	0.003	0.016	-0.004
Si	17.705	6.731	9.417	0.011	-0.003	-0.007
Si	20.417	9.414	9.411	-0.013	0.002	-0.009
Si	17.701	-4.179	9.439	0.01	0	-0.003
Si	20.412	-1.476	9.44	-0.01	0.009	0.009
Si	23.171	1.274	9.426	0.012	0.022	0.005
Si	25.84	3.964	9.45	-0.014	-0.003	-0.002
Si	23.154	6.677	9.414	-0.013	-0.013	-0.006
Si	25.853	9.4	9.461	-0.009	-0.002	0.004
Si	23.139	-4.174	9.431	0.012	0.016	0.016
Si	25.868	-1.44	9.421	0.004	0.004	-0.007
Si	28.527	1.261	9.508	0.011	0.019	0.019
Si	31.248	4.022	9.569	0.003	-0.003	0.019
Si	28.56	6.704	9.537	0.008	0.001	0.008
Si	31.303	9.455	9.553	0.016	0.021	0.003
Si	28.591	-4.164	9.502	-0.014	-0.018	0.005
Si	31.26	-1.435	9.542	0.016	0.024	-0.013
Si	33.989	1.298	9.607	-0.005	-0.006	0.007
Si	-28.569	4.046	9.623	0.021	0.011	-0.001
Si	33.971	6.762	9.602	0.024	0.018	0.001
Si	-28.598	9.465	9.647	-0.006	-0.022	0.012
Si	33.986	-4.176	9.603	-0.011	-0.007	0.002
Si	-28.549	-1.424	9.655	-0.006	-0.021	0.021
Si	-25.825	1.325	9.629	-0.006	-0.002	0.005
Si	-23.117	4.069	9.607	-0.007	0.006	-0.001
Si	-25.878	6.777	9.62	0.001	0.01	-0.007
Si	-23.15	9.534	9.617	0.003	0.017	0.005
Si	-25.837	-4.102	9.654	0.007	0.032	0.016
Si	-23.129	-1.335	9.636	0.022	0.018	0.02
Si	-20.394	1.387	9.572	0.005	0.014	-0.002
Si	-17.688	4.117	9.58	-0.019	-0.01	0.003
Si	-20.407	6.819	9.595	0.012	-0.01	-0.003
Si	-17.672	9.533	9.581	-0.002	0.002	0.006
Si	-20.424	-4.051	9.589	0.004	-0.015	-0.004
Si	-17.682	-1.325	9.566	0.013	0.005	0.002
Si	-14.968	1.426	9.58	-0.008	-0.006	0.009
Si	-12.263	4.166	9.541	-0.006	0.004	0.004
Si	-14.945	6.842	9.536	0.002	0.011	0.004
Si	-12.229	9.581	9.499	0.006	-0.016	-0.001
Si	-14.93	-4.039	9.521	0.01	0.019	-0.012
Si	-12.231	-1.315	9.539	-0.006	0.006	-0.004
Si	-9.552	1.445	9.539	-0.005	-0.001	0.002
Si	-6.825	4.201	9.518	-0.004	-0.002	-0.007
Si	-9.52	6.909	9.514	0.018	0.014	0.01
Si	-6.813	9.584	9.515	-0.022	0.001	0.004
Si	-9.525	-4.011	9.531	0.018	-0.006	0.002
Si	-6.822	-1.262	9.537	0.001	0.01	0.008
Si	-4.09	1.456	9.514	0.006	0.006	0.005
Si	-1.383	4.118	9.473	-0.008	-0.012	-0.006
Si	-4.093	6.87	9.484	0.005	0.004	-0.004
Si	-1.401	-6.746	9.534	-0.002	-0.024	0.005
Si	-4.119	-4.001	9.537	-0.002	-0.008	0.005
Si	-1.375	-1.26	9.534	0.007	0.007	0.003
Si	-0.007	0.083	10.874	-0.003	0.007	0.006
Si	2.711	2.749	10.828	0.005	-0.001	0
Si	-0.021	5.476	10.848	-0.002	0.005	-0.005
Si	2.704	8.185	10.885	0.013	-0.005	0.011
Si	-0.028	-5.382	10.88	0.008	0.002	0.001
Si	2.726	-2.662	10.868	-0.006	0.001	0.002
Si	5.441	0.011	10.823	0.013	-0.005	0.005
Si	8.163	2.692	10.837	0.006	0.01	0.006
Si	5.433	5.442	10.839	-0.012	0.017	0.002
Si	8.165	8.139	10.844	0.009	-0.005	0.007
Si	5.433	-5.433	10.873	-0.001	-0.003	0.008
Si	8.155	-2.714	10.833	-0.026	0.018	0.001
Si	10.89	-0.04	10.831	-0.002	-0.013	0.01
Si	13.613	2.657	10.817	0.007	0.007	0.004
Si	10.891	5.382	10.833	0.013	0.002	0.008
Si	13.608	8.095	10.814	-0.006	0.009	0.004
Si	10.887	-5.469	10.816	-0.009	0.008	0.005
Si	13.603	-2.797	10.814	0.009	-0.001	0.009
Si	16.325	-0.086	10.794	0.01	0.008	-0.004
Si	19.088	2.629	10.774	-0.006	-0.01	-0.008
Si	16.347	5.365	10.782	-0.012	0	-0.003
Si	19.059	8.071	10.786	0	0.011	0.008
Si	16.333	-5.527	10.801	0.009	0.002	0.014
Si	19.05	-2.824	10.8	-0.001	-0.013	0.008
Si	21.794	-0.104	10.768	0.002	-0.015	-0.009
Si	24.493	2.618	10.821	-0.01	0.007	0.008
Si	21.787	5.341	10.787	0.01	0.004	0.004
Si	24.498	8.031	10.803	0.009	-0.014	0.003
Si	21.777	-5.548	10.774	-0.014	-0.004	0.002
Si	24.508	-2.814	10.783	-0.007	0	-0.001
Si	27.184	-0.107	10.85	-0.007	0.016	-0.006
Si	29.894	2.623	10.884	-0.002	-0.003	-0.005
Si	27.197	5.316	10.845	0.012	-0.001	-0.001
Si	29.923	8.079	10.888	-0.007	-0.002	-0.01
Si	27.211	-5.546	10.828	-0.005	0.003	-0.01
Si	29.92	-2.808	10.893	0.009	-0.014	-0.005
Si	32.616	-0.079	10.925	0	-0.005	0.002
Si	-29.942	2.679	10.965	-0.006	0.016	-0.006
Si	32.612	5.378	10.939	-0.016	0.01	-0.007
Si	-29.958	8.106	10.981	-0.011	0.015	0.012
Si	32.631	-5.524	10.952	0.026	-0.02	0.004
Si	-29.946	-2.787	10.965	-0.005	0.005	-0.009
Si	-27.202	-0.024	10.989	0.017	-0.005	-0.01
Si	-24.477	2.713	10.968	0.012	-0.012	0.004
Si	-27.223	5.414	10.98	-0.007	0.012	0.004
Si	-24.514	8.16	10.963	-0.002	-0.001	-0.007
Si	-27.229	-5.466	10.981	-0.003	0.002	-0.017
Si	-24.488	-2.708	10.991	-0.001	-0.017	-0.009
Si	-21.747	0.035	10.952	-0.003	-0.003	0
Si	-19.046	2.757	10.936	-0.004	0.008	0.006
Si	-21.767	5.458	10.953	0.018	0.003	0.001
Si	-19.04	8.186	10.949	-0.003	-0.009	-0.003
Si	-21.781	-5.411	10.959	-0.015	-0.008	-0.01
Si	-19.042	-2.683	10.927	-0.012	0.022	-0.004
Si	-16.325	0.051	10.923	-0.005	0.006	0.008
Si	-13.593	2.789	10.923	0	-0.002	0
Si	-16.302	5.484	10.915	0.014	-0.015	-0.008
Si	-13.576	8.218	10.884	-0.007	-0.009	-0.004
Si	-16.293	-5.395	10.899	-0.001	-0.006	-0.011
Si	-13.587	-2.673	10.902	0.008	-0.012	0.006
Si	-10.885	0.062	10.908	-0.004	0.004	0
Si	-8.166	2.805	10.883	0.014	-0.005	-0.004
Si	-10.87	5.523	10.881	-0.001	-0.008	-0.012
Si	-8.165	8.242	10.896	-0.014	0.006	0.003
Si	-10.881	-5.377	10.885	-0.004	0.02	-0.001
Si	-8.165	-2.648	10.898	0.007	-0.005	0.002
Si	-5.454	0.094	10.887	0	0.001	-0.003
Si	-2.725	2.788	10.881	0.022	-0.02	0.006
Si	-5.451	5.533	10.882	-0.017	0.01	-0.004
Si	-2.754	8.214	10.888	-0.004	0.008	0.009
Si	-5.471	-5.368	10.895	0.005	-0.001	0
Si	-2.739	-2.645	10.88	0.012	0.003	-0.004
Si	1.353	-1.301	12.218	-0.002	0.001	-0.007
Si	4.072	1.376	12.183	-0.014	-0.006	-0.004
Si	1.35	4.11	12.2	0.01	-0.002	-0.007
Si	4.09	6.818	12.209	0.003	0.002	-0.01
Si	1.335	9.562	12.228	-0.004	-0.014	0
Si	4.08	-4.049	12.217	0.012	-0.004	-0.001
Si	6.791	-1.362	12.19	-0.007	-0.003	0.002
Si	9.528	1.322	12.185	-0.005	0.001	0.001
Si	6.804	4.073	12.186	-0.015	-0.002	-0.009
Si	9.537	6.771	12.182	-0.005	0.002	-0.014
Si	6.817	9.519	12.204	0.002	-0.006	-0.006
Si	9.523	-4.102	12.172	0.012	0.002	-0.009
Si	12.248	-1.425	12.17	-0.001	0	0
Si	14.966	1.273	12.158	-0.012	-0.011	0.002
Si	12.253	4.016	12.178	-0.011	-0.013	0.001
Si	14.975	6.718	12.145	0.013	-0.004	-0.003
Si	12.242	9.468	12.164	0.007	0.007	0
Si	14.96	-4.169	12.156	-0.012	0.007	-0.004
Si	17.68	-1.459	12.144	-0.008	-0.003	-0.003
Si	20.43	1.251	12.133	0.009	0.009	0.001
Si	17.702	3.978	12.122	0.017	0.007	-0.008
Si	20.414	6.696	12.135	-0.006	-0.009	-0.007
Si	17.69	9.419	12.143	-0.001	0.007	-0.004
Si	20.41	-4.199	12.136	-0.004	0.013	0.003
Si	23.141	-1.466	12.144	0.006	0.015	0.007
Si	25.837	1.261	12.194	-0.011	0.003	0.008
Si	23.127	3.977	12.16	-0.01	0.003	0.001
Si	25.849	6.689	12.191	-0.014	-0.012	0.005
Si	23.128	9.401	12.138	-0.003	0.001	-0.002
Si	25.848	-4.179	12.169	0.005	0.001	-0.002
Si	28.548	-1.449	12.225	-0.008	0.002	-0.004
Si	31.259	1.287	12.269	0.011	0.006	0.001
Si	28.548	3.983	12.238	-0.012	-0.014	0
Si	31.259	6.734	12.293	0.017	0.021	0.017
Si	28.553	9.431	12.232	0.016	0.011	0
Si	31.265	-4.153	12.278	0.007	0.008	0.003
Si	33.971	-1.419	12.309	-0.01	-0.009	0.007
Si	-28.577	1.338	12.336	0.006	-0.007	0.001
Si	-31.308	4.034	12.319	0.014	0.003	0.009
Si	-28.59	6.763	12.331	-0.007	0.005	-0.003
Si	-31.308	9.461	12.33	-0.011	0.001	0.014
Si	-28.591	-4.118	12.343	-0.004	-0.002	0.006
Si	-25.851	-1.361	12.358	0.006	-0.009	0.017
Si	-23.11	1.378	12.321	0.019	0.006	0.006
Si	-25.85	4.068	12.323	0.002	0.007	-0.005
Si	-23.137	6.815	12.311	-0.004	-0.002	-0.005
Si	-25.869	9.507	12.339	0	-0.001	0.006
Si	-23.127	-4.058	12.341	0.018	0.019	0.012
Si	-20.385	-1.321	12.299	0.007	-0.009	0.001
Si	-17.675	1.409	12.291	-0.012	-0.005	0
Si	-20.398	4.112	12.304	-0.009	0.001	0.001
Si	-17.659	6.836	12.291	0	0.001	0.002
Si	-20.409	9.552	12.304	0.006	0.018	-0.001
Si	-17.657	-4.033	12.266	0.004	-0.005	-0.009
Si	-14.943	-1.302	12.265	-0.007	0.011	-0.004
Si	-12.231	1.423	12.28	-0.008	0.001	0.002
Si	-14.944	4.138	12.293	-0.009	0.003	0.009
Si	-12.216	6.871	12.263	0.015	-0.003	0.007
Si	-14.925	9.577	12.26	0.009	0.008	0.002
Si	-12.218	-4.016	12.265	-0.009	-0.023	-0.001
Si	-9.514	-1.29	12.277	-0.007	0.005	0.001
Si	-6.812	1.443	12.261	0.005	-0.001	0.001
Si	-9.517	4.158	12.258	-0.006	-0.001	0
Si	-6.809	6.878	12.259	0.005	0.005	-0.002
Si	-9.518	9.597	12.26	0.017	-0.008	-0.001
Si	-6.817	-4.008	12.273	-0.007	-0.01	0.012
Si	-4.105	-1.291	12.245	-0.002	0.004	-0.006
Si	-1.374	1.421	12.241	0.013	-0.006	0.001
Si	-4.096	4.15	12.237	0.007	-0.002	-0.009
Si	-1.377	6.844	12.226	-0.006	0.009	0
Si	-4.107	9.587	12.252	-0.004	-0.013	0.001
Si	-1.387	-4.015	12.242	-0.005	-0.004	0
Si	2.729	0.028	13.578	0.003	-0.003	0.002
Si	5.434	2.73	13.544	0.005	0.004	0.005
Si	2.712	5.474	13.554	0.006	0.018	-0.004
Si	5.466	8.167	13.564	-0.007	0	0.007
Si	2.712	10.921	13.572	-0.008	0.004	0
Si	5.455	-2.714	13.582	0.004	0.001	0.012
Si	8.165	-0.026	13.544	-0.009	-0.004	0.001
Si	10.903	2.66	13.543	-0.003	0.008	0.012
Si	8.18	5.423	13.541	0.009	0.009	-0.002
Si	10.884	8.134	13.549	-0.005	-0.007	0.006
Si	8.18	10.873	13.564	-0.005	0	0.001
Si	10.893	-2.775	13.54	-0.011	0.006	0.003
Si	13.607	-0.077	13.529	-0.004	-0.003	0.015
Si	16.338	2.631	13.496	0.006	0	-0.001
Si	13.613	5.38	13.52	-0.003	0.001	0.005
Si	16.332	8.061	13.504	0.004	0.01	0.003
Si	13.606	10.803	13.527	0.006	0.003	0.012
Si	16.307	-2.803	13.507	0.007	-0.008	0.004
Si	19.059	-0.113	13.484	-0.006	-0.005	-0.003
Si	21.772	2.607	13.508	0.01	0.004	0.008
Si	19.052	5.328	13.482	0.001	-0.004	0.001
Si	21.768	8.045	13.498	-0.003	-0.003	0.01
Si	19.041	10.774	13.495	0.003	-0.006	-0.003
Si	21.776	-2.846	13.484	-0.006	-0.013	-0.012
Si	24.48	-0.11	13.529	0.005	0.013	0.002
Si	27.191	2.608	13.568	0.002	-0.005	-0.007
Si	24.486	5.322	13.527	-0.004	-0.004	-0.001
Si	27.201	8.042	13.578	-0.004	-0.004	-0.004
Si	24.491	10.752	13.505	-0.004	0.008	-0.005
Si	27.197	-2.83	13.561	0.01	0.003	0.003
Si	29.898	-0.093	13.604	0.006	0	-0.006
Si	32.603	2.653	13.655	-0.009	-0.005	-0.002
Si	29.894	5.347	13.622	-0.006	-0.011	-0.014
Si	32.615	8.096	13.669	0.024	0.018	0.001
Si	29.903	10.79	13.609	0.001	0.003	-0.008
Si	32.61	-2.793	13.655	-0.002	-0.009	0.006
Si	35.321	-0.033	13.67	-0.002	-0.006	-0.005
Si	-27.218	2.724	13.69	0.008	0.012	-0.006
Si	-29.949	5.408	13.682	0.014	0.015	-0.004
Si	-27.242	8.14	13.685	-0.019	-0.013	-0.008
Si	-29.96	10.83	13.685	-0.014	-0.016	-0.004
Si	-27.241	-2.727	13.689	-0.013	0	-0.012
Si	-24.483	0.033	13.681	0.014	0.005	-0.006
Si	-21.764	2.76	13.663	-0.001	0.002	-0.004
Si	-24.5	5.451	13.668	-0.001	-0.001	-0.006
Si	-21.778	8.189	13.665	-0.008	-0.011	-0.005
Si	-24.507	10.892	13.68	-0.008	0.006	-0.007
Si	-21.759	-2.66	13.661	0.015	0.012	-0.003
Si	-19.029	0.051	13.653	-0.009	0	-0.001
Si	-16.306	2.768	13.648	-0.015	-0.01	-0.004
Si	-19.021	5.47	13.649	-0.007	-0.015	-0.008
Si	-16.286	8.218	13.621	0.002	0.001	-0.002
Si	-19.036	10.942	13.626	-0.006	-0.011	-0.006
Si	-16.3	-2.658	13.627	0	0.005	-0.001
Si	-13.59	0.06	13.642	-0.001	-0.002	-0.001
Si	-10.85	2.776	13.634	-0.003	-0.004	-0.005
Si	-13.559	5.498	13.635	-0.006	0.001	0
Si	-10.854	8.228	13.633	-0.005	0.02	-0.005
Si	-13.561	10.94	13.626	0.008	0.019	0.005
Si	-10.872	-2.652	13.645	-0.003	-0.014	-0.001
Si	-8.147	0.066	13.645	0.007	0.002	0
Si	-5.448	2.795	13.623	0.002	-0.002	0.001
Si	-8.156	5.513	13.632	0.012	0	0.002
Si	-5.461	8.235	13.627	-0.012	0.008	0.006
Si	-8.174	10.951	13.639	-0.025	-0.003	-0.001
Si	-5.451	-2.648	13.635	0.012	0.004	-0.002
Si	-2.741	0.062	13.599	0.014	-0.004	-0.002
Si	0.003	2.758	13.588	-0.02	-0.002	0.004
Si	-2.735	5.496	13.603	0.003	-0.004	0.002
Si	-0.03	8.216	13.594	0.007	0.002	0.009
Si	-2.753	-5.365	13.616	-0.004	-0.012	0.004
Si	-0.015	-2.652	13.582	0.02	0.006	-0.003
Si	1.361	1.38	14.941	0.016	-0.005	0.006
Si	4.082	4.113	14.899	-0.027	0.012	-0.01
Si	1.359	6.846	14.916	-0.002	-0.009	-0.003
Si	4.105	9.554	14.898	0.015	-0.004	-0.002
Si	1.353	-4.02	14.925	-0.016	-0.01	0.001
Si	4.087	-1.349	14.935	0.003	-0.013	0.002
Si	6.798	1.346	14.88	0	0.015	-0.005
Si	9.547	4.043	14.877	0.002	-0.014	-0.008
Si	6.85	6.808	14.91	0.017	-0.019	-0.002
Si	9.538	9.509	14.932	-0.002	0.019	-0.01
Si	6.836	-4.074	14.936	-0.003	-0.004	-0.002
Si	9.536	-1.4	14.886	-0.022	-0.005	-0.001
Si	12.258	1.282	14.9	-0.004	-0.006	0.001
Si	14.971	3.997	14.855	-0.009	0.005	-0.001
Si	12.256	6.757	14.878	-0.009	0.013	-0.002
Si	14.97	9.422	14.86	0.006	-0.02	-0.005
Si	12.244	-4.162	14.893	0.007	-0.008	-0.001
Si	14.944	-1.459	14.888	-0.012	0.016	-0.001
Si	17.683	1.235	14.836	0.014	0.003	-0.005
Si	20.394	3.962	14.846	-0.017	0.015	-0.004
Si	17.683	6.671	14.839	0.01	-0.01	-0.014
Si	20.386	9.393	14.839	-0.015	0.024	0.004
Si	17.662	-4.187	14.832	-0.014	0.025	-0.015
Si	20.412	-1.494	14.834	0.023	-0.017	0.002
Si	23.128	1.256	14.877	-0.019	0.005	0.011
Si	25.83	3.966	14.905	-0.001	-0.011	0
Si	23.124	6.68	14.862	0.006	-0.008	0.007
Si	25.829	9.407	14.911	-0.009	0.008	0.006
Si	23.116	-4.223	14.846	0.007	0	0.002
Si	25.838	-1.461	14.896	-0.015	0.005	-0.007
Si	28.542	1.268	14.949	-0.018	0.007	0.008
Si	31.242	4.008	15.015	0.011	0.007	0.015
Si	28.537	6.691	14.986	0.014	0.006	0.016
Si	31.248	9.454	15.005	-0.001	0.009	-0.005
Si	28.544	-4.175	14.954	0.01	-0.004	-0.001
Si	31.236	-1.441	14.996	-0.004	0.002	0.005
Si	33.961	1.316	15.042	0.015	0.004	0.019
Si	-28.578	4.086	15.054	-0.009	0.005	0.006
Si	33.984	6.767	15.046	-0.011	0.003	0.007
Si	-28.615	9.479	15.05	0.003	0.003	0.004
Si	33.954	-4.143	15.038	0.01	0.001	0.007
Si	36.671	-1.372	15.049	-0.003	-0.002	0.015
Si	-25.841	1.39	15.047	0.014	-0.006	0.005
Si	-23.141	4.101	15.024	0.01	0.006	0
Si	-25.873	6.791	15.031	-0.001	0.001	-0.008
Si	-23.143	9.546	15.038	0	-0.004	0.011
Si	-25.879	-4.075	15.039	-0.002	0.009	0.01
Si	-23.108	-1.296	15.034	0.011	-0.014	0.01
Si	-20.393	1.414	15.006	-0.012	0.008	0.003
Si	-17.659	4.12	15.018	-0.009	0.002	0.003
Si	-20.399	6.82	14.994	0.02	-0.01	-0.004
Si	-17.66	9.588	14.96	-0.009	0.014	-0.003
Si	-20.382	-4.003	14.998	-0.004	0.009	-0.009
Si	-17.65	-1.293	15.002	0.006	-0.005	0.011
Si	-14.947	1.414	15.014	-0.016	0.017	-0.004
Si	-12.196	4.132	15.003	0.025	-0.023	0.002
Si	-14.913	6.871	14.983	-0.001	0.002	0.002
Si	-12.197	9.593	15.001	0.011	-0.004	-0.001
Si	-14.906	-3.996	14.971	0.005	-0.032	-0.009
Si	-12.225	-1.286	15.014	-0.019	0.02	-0.001
Si	-9.496	1.421	15.022	-0.004	-0.007	-0.003
Si	-6.8	4.151	15.003	-0.004	-0.004	0
Si	-9.495	6.88	15.012	-0.008	-0.001	-0.003
Si	-6.812	9.595	15.004	0.001	-0.009	0
Si	-9.525	-4.019	15.018	0.011	-0.002	0.003
Si	-6.796	-1.299	15.028	-0.01	-0.008	0.003
Si	-4.098	1.409	14.976	0.003	0.003	-0.001
Si	-1.369	4.112	14.939	0.018	0.001	-0.003
Si	-4.099	6.86	14.97	0.004	0.002	-0.005
Si	-1.39	9.589	14.964	0	0.014	0.002
Si	-4.104	-4.011	15.012	0.003	0.001	0.003
Si	-1.387	-1.305	14.953	-0.015	0	-0.002
Si	-0.02	0.031	16.312	0.009	-0.005	-0.005
Si	2.736	2.754	16.263	0.007	-0.008	0.001
Si	0.006	5.472	16.266	-0.014	0.001	-0.008
Si	2.738	8.216	16.248	-0.019	-0.011	0.01
Si	-0.024	-5.339	16.297	0.007	0.003	-0.005
Si	2.718	-2.694	16.307	0.009	0.014	0.008
Si	5.471	-0.002	16.275	-0.006	-0.005	0
Si	8.181	2.685	16.216	0.003	0.011	-0.004
Si	5.473	5.461	16.241	-0.007	0.012	0.007
Si	8.192	8.16	16.31	-0.018	0	0.008
Si	5.463	10.891	16.283	0.01	-0.006	0.004
Si	8.221	-2.733	16.301	0.012	0.004	0
Si	10.894	-0.078	16.262	0	0.019	0.001
Si	13.635	2.642	16.235	-0.009	0.002	-0.007
Si	10.911	5.392	16.235	-0.011	-0.008	0.002
Si	13.609	8.103	16.249	0.004	-0.004	0.014
Si	10.907	10.841	16.317	-0.017	-0.007	0.009
Si	13.591	-2.826	16.264	-0.006	0.003	-0.002
Si	16.325	-0.107	16.219	-0.002	-0.012	-0.002
Si	19.028	2.591	16.187	-0.001	0.003	-0.001
Si	16.314	5.35	16.221	0.024	0.014	-0.002
Si	19.038	8.016	16.188	-0.018	-0.012	0.001
Si	16.326	10.774	16.207	0.019	0.008	-0.005
Si	19.032	-2.853	16.176	-0.003	-0.018	-0.004
Si	21.767	-0.134	16.189	0.011	0.004	-0.002
Si	24.493	2.598	16.259	-0.003	-0.01	0.003
Si	21.765	5.31	16.197	-0.009	-0.013	-0.006
Si	24.468	8.021	16.249	0.014	0.005	0.001
Si	21.75	10.728	16.195	0.003	0.007	0.002
Si	24.469	-2.857	16.192	0.014	0.004	-0.008
Si	27.194	-0.114	16.283	0	-0.022	-0.002
Si	29.859	2.632	16.35	0.019	0.007	-0.006
Si	27.156	5.301	16.311	0.001	-0.004	0.001
Si	29.905	8.066	16.342	0.001	-0.003	-0.002
Si	27.187	10.764	16.285	0.004	-0.003	-0.001
Si	29.89	-2.829	16.351	-0.017	-0.008	0.005
Si	32.573	-0.073	16.369	0.003	-0.006	-0.019
Si	35.322	2.727	16.384	-0.004	-0.01	-0.007
Si	32.607	5.398	16.361	0.003	0.003	-0.011
Si	35.329	8.121	16.451	-0.01	-0.002	0.014
Si	32.593	10.805	16.398	-0.013	-0.008	0.002
Si	35.297	-2.761	16.389	-0.002	0.004	-0.014
Si	38.045	0.034	16.367	-0.007	-0.016	-0.013
Si	-24.501	2.777	16.425	-0.008	0.005	0.004
Si	-27.218	5.454	16.435	0.009	0.009	0.007
Si	-24.533	8.168	16.378	-0.002	-0.001	-0.003
Si	-27.264	10.866	16.373	0.009	0.008	-0.006
Si	-24.508	-2.66	16.34	0.003	0.001	-0.02
Si	-21.774	0.116	16.393	0.001	-0.003	-0.002
Si	-19.022	2.745	16.374	-0.011	-0.005	0.006
Si	-21.759	5.448	16.357	-0.005	0.003	0.004
Si	-19.021	8.208	16.297	-0.002	0.001	-0.003
Si	-21.764	10.964	16.332	-0.002	0.001	-0.006
Si	-19.042	-2.612	16.359	-0.009	-0.013	0.001
Si	-16.293	0.05	16.393	-0.005	0.009	0.008
Si	-13.559	2.763	16.359	-0.017	-0.001	0.003
Si	-16.266	5.498	16.329	0.006	0.002	-0.006
Si	-13.55	8.231	16.349	0.007	-0.001	-0.002
Si	-16.292	10.976	16.285	-0.002	0.01	-0.012
Si	-13.579	-2.64	16.386	0.002	-0.008	-0.003
Si	-10.853	0.053	16.391	0.006	-0.002	0.008
Si	-8.129	2.778	16.389	0.024	0.019	0
Si	-10.827	5.49	16.368	-0.012	0.004	0
Si	-8.151	8.25	16.398	0	0.005	-0.002
Si	-10.87	10.95	16.41	-0.015	-0.021	0.004
Si	-8.158	-2.682	16.386	-0.013	-0.006	-0.004
Si	-5.426	0.061	16.393	0.013	0.001	0
Si	-2.73	2.762	16.32	0.024	0.005	-0.007
Si	-5.445	5.515	16.368	-0.004	0	-0.01
Si	-2.76	8.232	16.325	-0.014	-0.006	0.008
Si	-5.479	-5.365	16.387	-0.017	-0.003	0.005
Si	-2.733	-2.64	16.359	0.003	-0.004	0.004
O	2.289	4.6	-0.321	0.125	-0.147	-0.479
O	1.016	3.561	1.698	0.231	0.353	-0.041
O	1.318	-6.65	2.369	0.08	-0.004	-0.417
O	-0.74	8.214	1.677	-0.641	0.295	-0.113
O	3.186	-4.87	1.78	0.11	-0.25	-0.235
O	5.041	-3.083	1.311	0.161	0.275	-0.473
O	6.837	-1.379	2.216	0.064	0.032	-0.217
O	6.927	-0.193	-1.446	-0.034	-0.106	-0.336
O	8.595	0.485	1.407	-0.389	0.328	-0.346
O	9.961	1.488	-0.664	-0.257	-0.143	-0.245
O	6.708	3.386	1.812	0.086	0.087	0.267
O	6.885	5.053	-0.135	-0.488	0.175	-0.224
O	7.219	-6.722	1.968	0.311	0.124	-0.309
O	11.943	-2.498	1.759	0.117	-0.619	-0.037
O	11.276	2.815	1.181	0.276	-0.05	-0.066
O	19.829	0.553	1.476	-0.297	0.15	0.017
O	19.743	-4.517	1.414	-0.315	0.07	-0.329
O	21.823	-2.921	1.391	0.166	0.002	-0.363
O	23.971	-0.9	1.216	0.272	-0.25	-0.357
O	24.529	1.526	0.799	-0.464	0.185	0.544
O	22.517	-7.065	1.71	-0.048	0.299	-0.293
O	27.124	-3.329	1.261	0.226	-0.074	-0.063
O	28.92	-1.919	-0.056	0.201	0.175	0.297
O	29.808	0.474	-0.51	-0.363	0.394	-0.272
O	31.015	-4.42	1.713	-0.138	0.393	0.068
O	-29.467	5.745	1.671	-0.589	-0.263	-0.197
O	-22.19	2.324	1.533	0.097	0.257	-0.363
O	-18.157	0.191	1.614	-0.095	-0.291	-0.402
O	-20.508	4.21	2.314	0.089	0.199	-0.323
O	-18.866	6.228	1.613	-0.452	0.161	-0.409
O	-6.024	7.204	0.32	-0.147	0.119	-0.36
O	-9.027	-6.151	1.433	0.088	0.217	-0.273
O	-5.222	-4.106	0.675	0.323	-0.305	-0.232
O	-2.957	0.213	1.304	0.018	-0.192	-0.447
O	-0.997	1.83	1.753	-0.377	-0.284	0.3
O	-1.835	5.889	1.279	-0.15	-0.108	-0.036
O	-1.399	7.509	-0.751	0.434	-0.216	-0.3
O	-2.671	-5.432	1.452	-0.103	-0.013	-0.022
O	-0.99	-3.42	1.405	-0.013	0.066	-0.24
O	9.211	-3.244	22.889	0.363	0.452	0.388
O	-9.009	-7.517	23.229	0.479	0.234	0.046
O	1.244	-1.674	24.506	-0.175	-0.22	0.14
O	0.03	-3.095	26.469	-0.007	-0.212	0.264
O	2.858	0.19	23.558	0.028	0.064	0.585
O	4.737	2.06	24.102	-0.116	0.126	0.612
O	4.506	7.196	24.201	-0.383	0.23	0.411
O	7.045	6.731	24.828	-0.203	0.157	0.34
O	4.05	-7.608	-4.657	-0.325	0.152	0.372
O	3.806	-3.385	24.451	0.041	0.353	0.102
O	5.517	-0.483	-4.026	0.3	-0.063	0.132
O	5.345	0.088	25.968	-0.198	0.1	0.095
O	10.844	7.97	23.553	-0.029	0.011	0.499
O	5.495	8.133	26.366	-0.034	-0.031	-0.07
O	6.322	-7.18	24.136	-0.22	0.32	0.283
O	9.582	1.399	24.553	0.039	-0.014	0.315
O	8.091	-5.556	23.018	-0.3	0.017	-0.009
O	9.919	-5.117	24.707	0.557	-0.275	-0.068
O	15.255	1.694	24.148	-0.182	0.362	0.032
O	5.996	-2.307	26.222	-0.406	0.131	0.349
O	15.676	4.698	26.235	0.19	-0.15	0.355
O	18.553	-1.275	23.743	0.438	-0.199	0.204
O	20.283	0.769	24.283	0.194	0.033	0.558
O	23.997	5.479	26.293	0.286	0.012	0.298
O	20.827	8.015	-3.886	0.049	0.2	-0.261
O	18.152	-7.042	24.303	0.166	-0.109	0.424
O	21.587	-2.922	23.469	-0.145	0.243	0.552
O	23.724	1.56	-4.421	0.172	-0.527	0.015
O	23.805	0.033	26.56	-0.343	0.417	-0.162
O	24.518	-5.806	26.009	0.352	-0.053	-0.284
O	25.164	0.845	24.433	-0.261	0.379	0.17
O	23.223	3.781	24.343	0.711	-0.017	-0.112
O	30.283	-7.152	25.671	0.37	-0.227	0.095
O	25.319	-7.304	-4.341	0.165	0.2	-0.116
O	27.001	8.128	23.526	0.063	-0.038	0.301
O	25.5	-3.9	24.198	-0.111	-0.263	0.392
O	24.177	3.128	-2.343	-0.208	-0.427	0.172
O	25.612	-1.532	25.462	0.491	0.198	0.024
O	29.679	-0.858	24.055	-0.04	0.456	-0.309
O	30.505	1.038	-4.994	-0.07	-0.318	-0.306
O	31.233	1.195	24.519	-0.085	0.439	0.276
O	28.717	4.421	24.263	-0.221	-0.003	0.216
O	31.063	5.75	24.345	0.188	-0.201	0.009
O	28.332	-6.07	24.477	-0.443	0.177	0.36
O	-29.468	-2.184	26.786	0.422	0.035	0.113
O	-31.584	-0.961	-1.873	0.498	-0.245	0.046
O	-28.935	1.104	24.683	-0.019	0.11	0.12
O	-31.599	3.822	24.614	-0.158	0.304	0.123
O	-29.626	4.783	26.057	-0.142	0.074	0.236
O	-28.438	6.537	24.639	-0.187	0.014	0.061
O	32.561	7.932	23.739	-0.041	-0.137	0.56
O	-31.369	-6.389	24.874	-0.088	0.142	0.076
O	-28.685	-3.419	24.581	0.006	0.231	0.408
O	-23.633	-6.137	26.017	0.013	-0.419	-0.294
O	-21.061	-7.211	-4.88	0.221	-0.549	-0.263
O	-24.005	0.422	24.415	0.344	0.102	-0.226
O	-27.778	2.519	26.565	-0.04	-0.115	0.288
O	-26.505	3.328	24.386	-0.562	-0.465	0.07
O	-23.017	4.277	25.265	-0.231	-0.009	0.14
O	-22.863	6.874	24.584	0.033	0.069	0.501
O	-23.303	-6.459	-3.626	-0.641	0.267	0.032
O	-25.462	-5.813	24.262	-0.128	0.036	0.028
O	-23.037	-4.695	23.955	0.595	-0.551	0.014
O	-16.102	3.025	23.568	-0.188	-0.163	0.443
O	-20.681	3.871	24.189	0.388	0.006	0.473
O	-17.137	7.795	23.956	0.347	-0.117	-0.127
O	-21.412	-7.617	23.476	0.24	0.246	0.535
O	-19.386	-5.547	23.485	-0.191	0.26	0.361
O	-17.837	-3.504	24.394	0.485	0.426	0.074
O	-18.467	-4.341	26.765	-0.548	0.087	0.165
O	-16.908	-2.192	26.475	-0.123	-0.136	0.2
O	-15.262	-1.581	24.555	-0.367	-0.433	0.036
O	-15.087	-0.14	-2.221	-0.003	-0.487	-0.275
O	-11.653	1.867	24.524	-0.291	-0.099	0.073
O	-14.288	5.003	24.183	-0.115	-0.14	0.337
O	-9.57	-2.456	-4.268	-0.308	0.236	0.319
O	-13.643	-1.799	-5.151	0.218	0.037	0.355
O	-9.762	-1.39	24.79	0.15	-0.214	0.062
O	-11.629	-1.497	26.653	-0.01	0.513	-0.366
O	-7.124	-5.276	27.323	0.028	0.249	-0.005
O	-10.806	-6.28	24.84	0.006	-0.248	0.581
O	-9.112	-2.297	27.193	0.258	-0.203	-0.153
O	-4.94	-4.793	25.86	0.142	0.272	-0.254
O	-5.433	-2.631	23.696	0.02	0.144	-0.014
O	-3.757	-0.852	24.61	-0.506	0.005	0.065
O	-6.968	1.551	-2.863	-0.555	0.218	0.008
O	-5.055	2.642	-4.215	0.414	-0.191	0.308
O	-2.041	1.149	24.516	-0.408	0.199	-0.123
O	0.147	-6.892	-2.439	0.309	0.149	0.319
O	-3.877	-7.391	24.525	0.153	-0.026	-0.172
O	-2.649	-5.431	23.449	0.224	0.124	0.58
O	-0.825	-3.842	24.252	0.497	0.511	-0.085
O	0.133	-5.713	25.817	-0.101	-0.116	0.162
O	-1.268	-1.258	25.152	-0.302	-0.12	-0.291
O	-7.807	-0.791	-1.896	-0.063	-0.35	-0.156
O	11.478	2.042	-3.253	0.334	0.66	0.417
O	3.774	-6.939	-1.788	-0.296	0.293	-0.104
O	0.071	-4.948	-5.059	-0.186	0.007	-0.242
O	7.873	-0.37	25.602	0.333	-0.161	0.341
O	1.032	-2.891	-3.859	0.363	-0.131	0.32
O	5.377	-5.409	-5.018	-0.344	0.497	0.388
O	5.134	-4.873	26.032	0.162	-0.56	-0.031
O	10.618	-1.759	-5.011	0.271	-0.52	0.167
O	12.668	4.477	-3.163	-0.2	0.102	-0.283
O	6.483	1.903	-4.376	-0.041	0.049	0.129
O	3.475	6.254	-5.267	-0.493	-0.055	0.013
O	2.737	5.417	23.441	-0.062	-0.036	0.542
O	12.199	-4.634	26.183	0.357	0.167	-0.33
O	17.704	-4.728	25.423	0.13	0.232	0.288
O	11.679	-2.109	25.945	-0.311	0.122	-0.075
O	7.388	-4.241	-3.86	0.524	-0.038	-0.095
O	17.479	7.006	27.46	-0.062	0.107	0.237
O	16.608	5.882	-5.672	0.007	-0.299	0.578
O	14.273	-7.271	-4.46	-0.203	-0.084	-0.015
O	12.69	6.158	-1.207	-0.387	-0.036	0.451
O	18.608	7.471	-5.171	-0.016	-0.316	-0.149
O	15.042	6.481	-0.066	0.208	0.114	-0.292
O	9.646	-7.946	-2.306	-0.516	0.111	0.087
O	15.334	-4.556	26.367	-0.429	0.054	-0.086
O	21.546	5.491	-4.118	-0.5	-0.07	0.201
O	-6.701	4.24	-2.637	-0.061	0.116	-0.198
O	26.376	-1.916	-0.769	-0.427	-0.274	0.243
O	21.646	0.123	-4.84	-0.034	0.21	0.372
O	20.228	-6.398	-1.471	0.671	0.001	0.115
O	16.265	-7.02	27.107	0.474	-0.149	-0.312
O	19.527	-6.362	26.379	-0.451	0.034	0.296
O	14.912	5.674	-2.554	0.53	0.166	-0.183
O	27.73	6.229	-1.55	0.255	0.405	-0.302
O	-27.026	5.229	0.788	0.266	0.077	-0.462
O	29.09	-4.941	-4.552	0.272	-0.221	-0.193
O	18.47	-0.206	-1.246	0.174	0.066	0.221
O	23.785	7.969	25.481	-0.21	-0.154	-0.027
O	27.979	-4.08	-1.098	0.351	0.014	-0.491
O	13.515	5.388	24.994	-0.283	0.262	-0.432
O	21.477	2.822	-4.863	-0.549	-0.052	0.344
O	28.492	2.494	-4.549	0.276	-0.124	0.23
O	23.488	-3.605	27.22	-0.011	0.228	-0.587
O	29.97	4.901	-2.563	-0.017	0.227	-0.276
O	-32.631	-1.666	-4.327	0.131	-0.017	-0.362
O	-14.016	0.736	-4.488	-0.109	0.418	-0.003
O	29.875	4.623	26.514	0.257	-0.472	0.041
O	-32.067	-6.084	-2.211	-0.194	-0.014	-0.036
O	32.437	4.447	-1.749	0.096	-0.567	-0.035
O	32.202	-2.933	23.475	-0.068	0.199	-0.257
O	17.814	-2.274	-3.683	-0.12	-0.044	-0.478
O	31.68	-4.38	-0.874	-0.253	0.186	-0.159
O	-24.883	-1.146	-5.476	0.075	0.5	0.255
O	-27.018	-7.93	23.552	0.063	-0.047	0.514
O	-25.587	0.341	26.578	-0.46	-0.114	0.018
O	-30.413	2.368	26.485	-0.376	-0.318	0.201
O	0.313	1.91	-4.321	-0.164	0.548	0.321
O	32.059	5.922	-3.794	0.16	-0.081	0.12
O	-24.951	5.428	23.986	0.091	0.426	-0.244
O	-24.634	-3.699	25.711	-0.712	-0.07	0.019
O	27.441	4.825	-4.992	-0.044	0.018	-0.288
O	-18.349	0.843	27.042	-0.315	-0.177	-0.349
O	14.564	4.56	-4.903	-0.162	-0.098	-0.204
O	-23.858	4.235	-3.881	0.143	-0.194	-0.535
O	-20.537	6.666	-0.668	0.715	-0.113	0.529
O	-23.804	6.685	-3.032	0.425	0.339	-0.095
O	-10.997	-0.318	-3.758	-0.399	-0.271	0.016
O	25.663	7.827	-2.08	0.315	0.227	0.004
O	-23.256	1.08	27.162	0.04	0.013	0.316
O	-19.997	-4.536	-0.64	0.127	-0.324	0.177
O	19.248	7.4	-1.072	-0.195	-0.101	0.013
O	16.34	0.914	-2.391	-0.249	-0.079	-0.594
O	-25.345	3.171	0.459	-0.049	-0.143	0.07
O	10.494	5.922	-2.702	0.294	0.017	-0.342
O	-16.006	8.036	26.215	-0.343	0.18	0.21
O	-0.391	6.13	-5.79	0.251	0.258	0.092
O	14.425	8.167	-1.931	0.618	0.094	-0.022
O	-12.102	4.499	27.334	-0.274	-0.2	-0.181
O	-18.89	5.729	23.535	0.125	-0.059	0.569
O	-16.127	-7.39	-4.924	0.409	-0.118	0.27
O	-13.808	6.797	26.12	0.389	0.23	0.023
O	-20.241	-5.322	-3.187	0.17	0.289	0.226
O	-17.359	-3.763	-5.823	0.405	0.274	-0.44
O	-17.034	-5.143	-3.61	-0.107	0.062	0.41
O	-20.052	3.741	-4.247	0.164	-0.085	0.182
O	13.127	-1.483	-0.264	0.373	0.369	-0.523
O	-7.347	2.254	27.262	-0.02	-0.536	0.248
O	-20.068	1.063	-4.143	0.052	-0.211	-0.459
O	-11.417	4.382	-1.974	-0.287	0.069	0.228
O	22.121	0.71	0.078	0	0.033	-0.159
O	-5.279	-2.857	-5.123	-0.078	-0.034	0.256
O	-8.008	0.276	23.757	0.178	-0.002	0.401
O	-10.381	4.569	-4.5	0.104	0.178	0.296
O	-4.992	1.28	26.825	-0.062	-0.44	-0.329
O	-3.714	-7.836	0.06	0.226	0.279	0.387
O	-4.91	2.674	-1.591	-0.183	-0.29	0.155
O	-7.787	7.229	26.268	-0.292	0.327	0.401
O	8.972	1.522	27.108	0.491	0.085	-0.027
O	12.631	-6.699	24.594	0.534	0.175	0.033
O	-7.912	-4.438	-3.496	0.496	-0.142	-0.235
O	-21.137	-2.954	-2.435	0.636	0.03	0.01
O	18.463	-7.375	-3.029	-0.348	0.044	-0.374
O	-18.906	-0.776	-2.787	0.031	-0.064	-0.268
O	3.092	7.155	-0.434	0.202	0.369	0.117
O	-1.481	5.36	25.882	0.614	-0.54	0.283
O	-8.436	-0.086	-4.36	0.345	0.481	-0.379
O	-17.498	7.628	-0.225	-0.518	0.362	-0.005
O	32.049	-1.178	25.343	0.389	0.282	0.426
O	6.843	7.633	0.268	-0.316	-0.082	-0.367
O	11.079	3.954	-1.114	0.397	-0.155	-0.053
O	-2.248	-4.58	26.384	-0.118	0.327	-0.257
O	-3.749	-6.656	27.113	-0.303	-0.369	0.502
O	-12.681	7.067	0.141	0	-0.112	-0.259
O	-3.148	4.663	-1.613	0.403	0.152	0.226
O	6.75	2.377	-0.659	0.501	0.168	-0.19
O	-19.637	1.532	-1.645	-0.321	-0.115	-0.202
O	-2.101	7.962	-5.167	0.171	0.392	-0.04
O	3.014	0.435	26.965	0.025	-0.32	-0.343
O	25.882	-5.517	-1.304	0.017	-0.006	0.12
O	11.686	-6.281	-0.089	0.406	0.034	-0.344
O	11.343	-0.497	-2.832	-0.092	-0.399	0.475
O	3.205	2.396	0.644	-0.01	0.519	-0.114
O	25.941	2.842	-4.283	0.241	-0.629	-0.12
O	-31.97	-5.361	27.366	-0.233	0.279	0.051
O	8.47	6.264	-5.397	0.395	-0.307	0.193
O	7.156	2.136	25.267	-0.207	-0.116	-0.044
O	4.832	2.224	27.469	0.553	-0.096	0.418
O	-21.74	-0.205	0.882	0.16	-0.14	-0.327
O	8.818	4.975	25.53	-0.238	-0.279	0.146
O	32.34	0.402	0.15	0.393	0.32	0.173
O	0.679	6.426	0.452	-0.403	-0.216	0.112
O	-14.293	-7.037	0.21	0.014	0.308	-0.266
O	0.922	0.288	-2.29	0.332	-0.231	-0.225
O	-22.892	7.221	0.268	-0.301	-0.107	-0.224
O	-15.527	-1.343	0.096	0.185	-0.546	-0.291
O	-31.035	6.195	-0.829	0.129	0.02	-0.449
O	28.354	8.178	27.372	-0.354	0.491	0.432
O	23.393	7.363	-3.534	0.01	-0.325	-0.236
O	12.381	0.436	25.647	-0.169	0.289	-0.436
O	14.092	-5.564	-2.514	-0.269	-0.034	0.475
O	-17.01	6.435	-2.528	-0.744	-0.01	0.099
O	28.843	4.305	-0.23	-0.219	0	-0.014
O	-9.176	-1.015	0.289	0.103	-0.139	-0.528
O	18.554	2.348	-2.077	-0.103	0.183	-0.287
O	14.861	3.066	-2.588	0.315	0.12	-0.208
O	2.68	-5.48	-5.437	0.155	0.559	-0.051
O	17.752	1.151	24.098	-0.007	0.007	-0.295
O	1.863	7.621	-2.692	0.024	-0.202	-0.036
O	25.136	5.433	-1.519	-0.077	0.032	-0.132
O	-6.03	-6.582	0.25	-0.336	-0.119	-0.251
O	28.808	6.992	-4.428	-0.08	-0.056	0.392
O	-30.359	-6.419	-4.155	0.699	0.266	-0.322
O	0.91	2.043	27.156	-0.36	-0.104	0.169
O	1.307	-0.442	-4.769	0.032	0.368	-0.225
O	15.283	0.79	-5.82	0.259	0.488	0.158
O	-2.689	0.148	26.883	0.208	-0.46	0.547
O	21.462	5.163	25.649	-0.022	-0.033	-0.113
O	-28.396	0.243	0.48	-0.026	-0.111	-0.463
O	31.291	-1.594	-1.138	-0.037	-0.347	-0.025
O	-12.259	6.848	-3.842	0.216	-0.049	0.107
O	-30.204	-8.009	-2.081	0.202	-0.311	-0.394
O	-19.306	5.907	-5.628	-0.448	0.254	-0.433
O	-12.664	-5.207	26.426	-0.693	-0.173	0.062
O	10.799	3.162	-5.523	-0.42	0.424	0.054
O	-27.259	-1.498	-1.218	-0.227	0.157	0.011
O	-16.989	-2.43	-3.574	0.154	0.152	-0.316
O	18.597	-0.331	26.12	0.254	0.345	0.349
O	1.044	-7.415	-4.876	0.029	-0.231	-0.351
O	26.495	-0.518	-2.907	-0.514	0.311	-0.223
O	29.064	-1.016	-2.545	0.318	0.011	-0.156
O	31.648	3.243	-3.96	0.042	0.112	-0.323
O	10.381	-6.961	-4.619	0.108	-0.04	-0.267
O	9.069	6.514	-0.57	0.366	0.103	0.14
O	13.717	-6.519	27.029	-0.002	-0.054	-0.01
O	-28.283	-4.39	0.131	0.273	0.177	0.04
O	-27.028	4.991	26.34	0.506	0.161	0.474
O	-1.495	-2.798	-4.433	-0.482	-0.019	-0.731
O	21.616	6.58	-1.782	0.384	0.346	0.372
O	8.897	3.584	0.366	0.101	0.622	0.336
O	11.118	-6.981	26.756	-0.346	0.182	-0.201
O	1.85	-7.731	26.234	-0.216	-0.589	0.003
O	-21.964	2.31	-5.318	-0.149	0.019	0.641
O	0.937	2.233	-0.575	-0.143	0.172	-0.3
O	-5.159	7.547	26.256	0.049	-0.509	0.539
O	13.616	0.838	-2.126	-0.137	-0.573	0.113
O	17.828	-6.902	-0.386	0.045	0.31	-0.145
O	14.283	-3.817	0.191	-0.032	-0.018	-0.273
O	20.98	-3.977	-0.871	0.643	0.228	0.002
O	-5.971	-0.794	-3.677	0.159	0.052	-0.26
O	-25.31	-3.385	-1.008	-0.334	-0.661	-0.223
O	-19.874	-2.124	0.436	0.213	0.244	0.002
O	-14.801	6.118	-3.933	-0.11	0.384	0.201
O	7.888	-6.457	-5.174	-0.211	-0.573	-0.087
O	30.241	-2.637	-4.875	-0.054	0.489	-0.043
O	5.274	-2.906	-2.959	-0.622	-0.032	0.304
O	-2.712	-3.847	-0.643	-0.401	-0.45	-0.256
O	-18.157	-2.923	-1.379	-0.168	-0.428	-0.337
O	-6.795	0.356	0.27	0.711	-0.095	-0.05
O	-11.894	-6.883	-4.2	-0.272	-0.115	-0.353
O	25.889	3.338	-0.282	0.65	0.44	0.051
O	4.319	6.966	-2.79	0.538	-0.501	0.261
O	-13.489	0.141	23.653	-0.154	-0.072	0.479
O	-26.012	5.306	-2.879	-0.87	-0.068	0.243
O	-15.205	3.773	-0.394	0.239	-0.199	-0.102
O	-26.054	-1.227	24.525	-0.567	0.066	0.179
O	22.887	3.212	26.832	-0.476	-0.309	-0.311
O	26.667	0.739	-0.509	0.403	-0.052	-0.029
O	-19.753	5.968	-3.023	0.392	0.354	-0.019
O	0.597	-0.528	26.79	-0.36	0.02	0.314
O	-11.159	2.313	-3.638	-0.05	-0.022	-0.33
O	-11.859	-5.05	-2.41	-0.716	-0.021	0.027
O	30.639	-4.809	24.453	0.236	-0.045	0.23
O	24.362	-0.192	-1.243	-0.37	-0.263	-0.437
O	-27.115	-6.347	-1.218	-0.277	-0.267	-0.057
O	-12.554	-4.261	-4.797	0.093	0.136	-0.128
O	7.613	-4.104	25.378	-0.121	0.179	-0.537
O	-17.216	-6.224	25.365	-0.402	0.226	-0.448
O	-11.728	-4.053	0.021	0.278	0.181	-0.336
O	-2.482	7.633	26.403	0.429	0.278	-0.199
O	-11.027	-6.508	-0.244	-0.519	-0.208	-0.241
O	27.753	-2.633	24.582	0.39	-0.42	0.311
O	-8.206	-6.836	-2.239	0.118	-0.075	-0.211
O	19.677	4.786	-1.401	0.164	-0.058	-0.362
O	26.01	7.23	26.54	0.356	0.167	-0.037
O	12.192	-7.422	-2.877	0.044	-0.153	0.089
O	-10.18	0.902	-1.589	0.044	-0.502	0.049
O	23.337	-1.093	24.245	-0.301	-0.12	-0.04
O	-16.59	2.809	26.403	0.289	0.066	-0.417
O	11.105	-0.179	0.935	-0.12	0.332	0.165
O	30.524	2.588	0.765	0.127	0.218	-0.354
O	-26.207	3.156	-4.452	-0.277	-0.144	0.182
O	28.981	6.837	25.294	-0.412	0.122	-0.308
O	29.454	-4.974	26.8	-0.178	0.412	0.063
O	-21.448	-0.361	-2.308	-0.475	0.389	0.026
O	-8.909	4.427	-1.446	-0.093	-0.326	-0.315
O	19.893	-1.669	-5.087	-0.26	-0.317	-0.452
O	-1.071	0.537	-0.54	-0.388	-0.196	-0.473
O	-10.65	-3.731	25.587	0.512	-0.031	0.198
O	9.712	-4.525	0.016	-0.622	0.135	-0.526
O	23.293	4.105	-0.116	-0.222	-0.381	-0.027
O	-7.943	6.753	-2.178	0.12	0.115	-0.25
O	26.536	7.138	-5.745	-0.149	-0.082	-0.263
O	14.192	-2.919	-2.205	-0.065	0.601	-0.276
O	-25.851	-2.152	-3.305	-0.366	0.452	-0.211
O	20.649	7.673	25.619	0.208	0.24	-0.275
O	26.098	-3.812	26.655	0.557	-0.066	0.343
O	17.426	-0.908	-5.806	-0.16	-0.361	-0.235
O	23.812	-4.011	-2.255	0.216	0.446	0.247
O	18.532	0.287	-3.777	0.423	0.247	-0.472
O	27.741	-2.589	-4.188	-0.409	-0.349	0.202
O	-8.278	4.729	27.271	-0.074	0.291	0.8
O	-7.182	-4.36	24.718	-0.635	-0.016	0.086
O	-32.112	8.121	-5.013	0.298	-0.058	0.232
O	3.846	-4.501	-0.649	0.057	0.201	-0.451
O	10.407	6.829	26.599	0.268	0.149	-0.323
O	-19.533	-5.264	-5.71	-0.016	-0.104	-0.296
O	-2.898	2.761	27.428	0.612	0.112	-0.315
O	-18.509	2.553	0.47	-0.098	0.186	0.3
O	-16.485	5.524	0.962	0.01	-0.017	-0.309
O	16.811	-2.362	25.698	0.061	0.338	-0.145
O	-31.301	-3.126	25.319	-0.358	-0.56	0.424
O	-10.182	6.001	26.052	-0.057	0.456	0.085
O	14.161	-3.861	-4.56	-0.035	0.154	0.227
O	11.298	4.442	26.063	0.056	-0.274	0.407
O	23.622	-5.496	-0.048	-0.342	0.343	0.001
O	27.607	3.839	-2.527	-0.414	-0.372	0.4
O	28.148	-0.11	-4.89	-0.376	-0.219	-0.494
O	27.012	2.572	23.497	0.158	-0.227	0.13
O	15.137	1.635	-0.189	-0.179	0.442	0.03
O	-23.254	-1.88	-3.542	0.251	0.172	-0.123
O	-17.431	3.086	-1.856	-0.247	-0.188	-0.351
O	-22.011	5.002	-2.111	-0.314	-0.458	0.098
O	-24.566	-3.768	-4.925	0.105	-0.079	0.317
O	17.757	3.719	0.003	-0.034	-0.208	-0.3
O	5.043	0.568	0.245	0.037	-0.6	-0.006
O	16.091	-5.536	0.963	-0.102	-0.079	-0.463
O	-3.502	-1.126	-4.316	-0.005	0.359	-0.49
O	3.903	1.46	-4.772	-0.245	0.036	0.303
O	19.599	-2.103	0.251	0.1	0.372	0.463
O	-15.893	0.249	26.348	0.596	0.211	0.38
O	7.454	-2.85	-1.612	0.296	-0.126	0.65
O	-4.495	-2.85	-2.596	-0.525	-0.644	-0.02
O	18.97	-4.395	-2.598	-0.27	-0.487	-0.265
O	24.847	-7.741	0.816	0.324	-0.071	0.016
O	-16.59	-7.318	-2.304	0.278	0.22	0.004
O	11.973	-3.759	-1.061	-0.254	0.217	-0.094
O	-4.492	7.005	-5.764	-0.297	0.163	0.116
O	-23.691	1.286	-0.301	0.448	-0.184	-0.173
O	-25.397	-6.326	-5.527	-0.563	0.068	0.045
O	-29.544	-5.477	-1.859	-0.118	0.543	0.089
O	-2.379	-6.66	-1.929	-0.434	0.237	-0.44
O	-25.23	2.957	26.704	0.339	0.328	0.2
O	-21.804	5.714	-4.624	-0.345	0.457	-0.58
O	-0.707	-5.463	-0.291	0.264	-0.018	0.287
O	-25.1	2.843	-2.083	0.095	-0.273	-0.08
O	29.979	8.06	0.827	-0.198	-0.212	-0.313
O	23.778	-6.65	-2.375	-0.59	-0.095	-0.214
O	-0.824	-4.51	-2.667	-0.116	0.421	-0.061
O	25.314	6.221	24.212	0.078	-0.28	0.193
O	8.49	-6.005	26.837	-0.274	-0.471	-0.271
O	14.414	0.929	27.247	0.477	0.387	0.288
O	1.238	-0.349	0.197	0.324	-0.084	-0.228
O	-22.17	-2.608	25.869	0.141	-0.506	0.125
O	-30.185	2.231	1.115	0.272	-0.1	-0.449
O	31.792	6.291	0.053	-0.022	-0.012	-0.368
O	-31.969	4.164	0.6	-0.297	-0.243	-0.121
O	-17.011	4.952	-4.644	-0.272	-0.748	0.052
O	-21.33	2.427	26.124	0.609	0.304	0.175
O	-32.388	-5.968	0.739	-0.184	-0.176	-0.267
O	-30.538	-7.812	0.494	0.214	-0.071	-0.278
O	-7.065	-4.715	-1.04	0.177	0.324	-0.316
O	-20.826	-7.261	0.351	0.198	-0.137	0.048
O	-9.665	2.622	26.237	-0.052	-0.553	0.203
O	-12.903	-7.768	-1.963	-0.206	0.224	-0.035
O	-24.481	6.153	26.489	-0.343	-0.268	-0.099
O	14.206	-1.41	26.149	0.413	-0.261	-0.07
O	-16.576	0.956	-0.288	-0.141	0.175	-0.09
O	-9.143	8.036	-0.2	0.045	-0.364	0.311
O	32.118	-4.008	-3.448	0.368	-0.004	0.133
O	5.972	-5.201	-1.888	0.396	-0.182	0.041
O	-32.355	1.359	-5.611	-0.311	0.077	-0.386
O	22.077	-6.566	26.233	-0.128	0.516	0.399
O	-4.53	5.445	-3.707	-0.529	-0.28	0.283
O	-6.424	5.267	-5.657	-0.572	0.23	0.22
O	-28.799	0.293	27.208	0.628	0.027	-0.071
O	-12.921	4.314	-4.094	-0.417	-0.413	0.111
O	9.793	-3.69	26.847	-0.099	0.459	0.127
O	23.648	-3.867	-4.852	0.663	-0.315	0.209
O	-21.743	-7.128	27.463	0.696	0.103	-0.298
O	19.584	-6.396	-5.255	0.063	0.487	0.098
O	-14.291	-1.793	26.987	-0.129	0.034	0.387
O	-16.387	-5.409	0.935	0.115	0.327	-0.526
O	2.711	-5.639	25.023	0.13	-0.18	-0.16
O	6.011	6.922	-4.768	0.04	0.26	0.009
O	-26.233	0.934	-0.757	-0.089	0.247	-0.08
O	-15.069	-3.901	-4.64	0.2	-0.109	0.228
O	-28.57	7.071	-0.328	0.317	0.225	-0.562
O	-10.138	-5.007	-4.564	0.167	-0.459	-0.114
O	18.917	5.667	25.781	-0.336	-0.205	-0.212
O	-13.641	-2.711	1.053	-0.042	0.099	-0.495
O	-8.737	1.995	0.536	-0.286	0.201	0.073
O	-2.717	2.467	-0.169	-0.016	-0.142	-0.433
O	5.651	-2.589	-5.529	0.356	-0.201	0.119
O	8.76	-1.151	-3.152	-0.036	0.223	-0.319
O	-15.885	5.399	26.952	-0.096	-0.061	-0.411
O	17.179	3.675	24.004	-0.372	0.304	0.421
O	-22.093	-7.764	-1.797	0.165	-0.281	-0.342
O	30.625	-5.974	-2.589	0.19	-0.115	0.073
O	-17.667	1.229	24.594	-0.042	-0.252	0.098
O	-6.657	-6.846	25.321	0.03	-0.068	-0.071
O	3.373	-1.956	-4.421	0.022	-0.156	-0.088
O	-10.32	7.986	-2.573	-0.049	0.094	-0.327
O	22.079	-2.24	-3.597	0.036	0.256	0.361
O	5.356	4.044	25.687	-0.009	0.618	0.055
O	28.038	-6.298	-2.591	-0.58	-0.621	-0.22
O	10.501	-5.495	-2.351	-0.079	0.303	-0.247
O	-23.079	-2.009	-0.891	0.219	0.199	0.015
O	30.836	7.181	27.107	0.805	0.132	-0.321
O	13.3	2.902	25.933	0.682	-0.063	-0.082
O	13.017	0.353	-4.626	-0.13	-0.327	-0.046
O	-6.852	-2.196	0.196	-0.578	-0.269	-0.18
O	-4.245	-1.816	-0.235	0.026	0.625	0.044
O	16.33	-4.291	-2.996	0.007	-0.549	0.151
O	2.856	3.681	26.428	-0.09	0.136	-0.114
O	15.018	7.155	26.382	-0.429	0.255	-0.063
O	19.913	-4.975	24.117	-0.084	-0.318	0.266
O	-25.853	7.644	-4.3	-0.485	0.005	-0.01
O	-14.936	2.412	-2.637	-0.007	0.129	-0.112
O	32.302	0.757	-3.174	-0.327	0.238	0.648
O	-21.353	-0.162	25.737	0.254	0.183	-0.48
O	28.047	-6.502	0.013	-0.482	-0.246	-0.189
O	17.489	-2.742	-1.169	-0.616	-0.207	0.175
O	-24.453	-6.497	-1.282	0.195	0.682	-0.03
O	16.77	2.364	26.226	0.176	-0.606	0.376
O	-22.33	-5.124	-1.598	-0.493	0.392	0.583
O	21.528	-4.776	-3.267	0.058	-0.234	-0.214
O	-1.135	-0.19	-3.86	-0.285	0.356	-0.35
O	2.549	-2.565	0.621	0.162	-0.093	-0.137
O	-9.555	-4.668	-1.42	0.033	0.595	0.441
O	-12.754	0.926	-2.182	-0.11	-0.159	0.537
O	-23.509	8.17	-5.55	0.437	-0.751	-0.432
O	-19.523	-2.093	25.945	0.227	0.161	0.4
O	-27.489	-3.931	-2.298	0.014	-0.013	-0.628
O	-19.748	4.154	-1.084	0.033	0.038	0.136
O	20.23	2.596	-0.109	0.005	0.304	0.035
O	-25.882	7.668	-1.646	-0.408	-0.155	0.002
O	-1.872	5.793	-3.631	0.578	-0.527	0.258
O	-28.612	6.914	27.21	0.447	0.212	-0.089
O	6.848	4.497	-4.292	-0.609	-0.125	0.384
O	-15.015	7.209	-1.092	0.221	-0.369	-0.388
O	-3.525	7.264	-2.225	-0.389	0.23	-0.302
O	29.951	-0.078	26.488	-0.525	0.175	-0.066
O	2.886	-3.909	26.975	-0.403	0.12	-0.081
O	-30.416	-7.477	27.011	-0.345	-0.357	-0.139
O	-30.653	0.053	-4.163	0.659	-0.075	0.258
O	4.97	1.363	-2.294	-0.204	0.352	0.009
O	-18.585	-7.165	-4.09	-0.066	-0.452	0.093
O	23.69	4.156	-4.769	0.336	0.443	-0.045
O	-29.698	-4.922	26.361	0.247	-0.148	0.197
O	8.882	2.923	-3.847	-0.034	0.125	0.524
O	-2.229	-1.739	-2.086	0.294	0.368	0.437
O	9.872	0.692	-4.717	-0.041	-0.19	-0.638
O	5.295	-6.538	0.251	-0.426	0.158	0.326
O	9.19	-1.114	-0.586	0.381	-0.488	0.169
O	7.885	6.498	-2.899	-0.405	-0.201	0.469
O	-32.003	4.531	27.079	-0.309	0.044	-0.115

Results
total energy: -390390.069 eV
total energy less fixed offsets of O -438.25, Si -107.07 eV per atom: 7.481 eV
